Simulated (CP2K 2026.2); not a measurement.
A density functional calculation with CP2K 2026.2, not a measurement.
Periodic cell of 1182 atoms, Si850O332, from a study of silicon, its oxide and their interface. The atomic structure is a simulated model.
Doubt: the forces sum to 2.24 eV/angstrom along one axis rather than to zero, so they err by at least 0.0019 eV/angstrom per atom on average; the grid cutoff is modest.
This geometry differs little from another in the collection (a relaxation step or a small displacement).

Settings
functional: PBE
method: Gaussian and plane waves
basis set: DZVP-MOLOPT-SR-GTH
pseudopotentials: GTH-PBE
grid cutoff: 350 Ry, relative cutoff 50 Ry
k points: Gamma only
occupations: fixed
spin: none
net charge: 0

Cell vectors (angstrom)
a, 16.4025, 0, 0
b, 0, 32.805, 0
c, 0, 0, 40.2872

Atoms: element, x, y, z (angstrom)
Si, 0.0168, 0.0467, 39.5795
Si, 2.3536, 3.4355, 40.258
Si, 0.0903, 5.5106, 0.4533
Si, 2.657, 8.3379, 0.4695
Si, 0.5578, 10.6111, 40.2697
Si, 2.5335, 14.1006, 0.0019
Si, 1.0385, 15.9997, 39.8938
Si, 3.0867, 19.0098, 0.2354
Si, 16.3622, 21.9887, 0.1303
Si, 2.631, 25.0316, 0.28
Si, 0.2669, 27.0677, 40.2812
Si, 3.3584, 29.3194, 0.0352
Si, 5.8742, 32.3475, 40.147
Si, 8.6311, 3.3545, 39.6793
Si, 4.919, 6.186, 0.0876
Si, 8.0405, 8.4714, 0.4186
Si, 5.7004, 10.7043, 0.4143
Si, 8.6068, 13.4569, 0.3061
Si, 4.957, 16.4473, 0.0705
Si, 7.3017, 19.181, 40.1921
Si, 5.5391, 21.8594, 0.2897
Si, 7.8245, 24.997, 40.1547
Si, 5.5965, 27.1758, 0.3615
Si, 7.9825, 29.97, 40.1442
Si, 11.3536, 32.3766, 40.1759
Si, 13.0341, 3.3361, 0.18
Si, 11.7695, 5.3694, 0.2097
Si, 14.6151, 7.8308, 40.1331
Si, 10.7554, 11.1209, 0.2834
Si, 13.4626, 13.6361, 40.2038
Si, 11.3167, 15.9752, 40.2684
Si, 13.3081, 19.3529, 40.1466
Si, 11.0326, 21.5599, 40.2817
Si, 14.102, 24.2378, 0.2246
Si, 10.9495, 27.5168, 40.1069
Si, 13.529, 30.1891, 0.3656
Si, 1.3286, 1.4575, 0.9295
Si, 4.0499, 4.3128, 1.3297
Si, 1.3755, 6.9022, 1.7915
Si, 4.0945, 9.6612, 1.7336
Si, 1.5242, 12.3495, 1.294
Si, 3.9887, 14.9719, 1.6143
Si, 1.4588, 17.7079, 1.3005
Si, 4.0813, 20.6011, 1.6147
Si, 1.4949, 23.2419, 1.4373
Si, 4.1185, 26.0326, 1.7683
Si, 1.4858, 28.6196, 1.3547
Si, 4.2062, 31.2843, 1.2064
Si, 7.0511, 1.2707, 0.9946
Si, 9.3869, 4.1788, 1.3954
Si, 6.7174, 6.9108, 1.5094
Si, 9.7084, 9.5252, 1.6177
Si, 6.8694, 12.4046, 1.5149
Si, 9.7683, 15.0178, 1.5398
Si, 6.6873, 17.5437, 1.4025
Si, 9.6312, 20.3368, 1.3442
Si, 6.8421, 23.409, 1.4351
Si, 9.484, 26.1286, 1.1829
Si, 6.9278, 28.6797, 1.5392
Si, 9.6217, 31.2926, 1.1564
Si, 12.2416, 1.3929, 1.275
Si, 14.9605, 4.052, 1.4358
Si, 12.8131, 7.0443, 1.372
Si, 15.3275, 9.538, 1.3491
Si, 12.3857, 12.2618, 1.4878
Si, 15.0618, 14.873, 1.1483
Si, 12.352, 17.699, 1.2967
Si, 15.0326, 20.3863, 1.2529
Si, 12.2647, 23.1753, 1.2852
Si, 15.1373, 25.9488, 1.4629
Si, 12.2452, 28.6428, 1.4988
Si, 15.155, 31.6232, 1.1762
Si, 16.3975, 2.6231, 2.6224
Si, 2.7399, 0.0168, 2.4071
Si, 0.0264, 8.2945, 3.0083
Si, 2.7952, 5.4866, 2.9495
Si, 0.0271, 13.625, 2.6627
Si, 2.7597, 11.1041, 2.9191
Si, 16.385, 19.0304, 2.6419
Si, 2.7133, 16.4427, 2.8817
Si, 0.085, 24.5714, 2.8256
Si, 2.7052, 21.9141, 2.9224
Si, 0.0867, 30.1643, 2.5712
Si, 2.7021, 27.3893, 2.9624
Si, 5.5837, 2.7376, 2.4159
Si, 8.2838, 32.7754, 2.5699
Si, 5.4725, 8.252, 2.9794
Si, 8.0607, 5.4579, 2.8124
Si, 5.4997, 13.713, 2.878
Si, 8.2655, 10.9751, 2.8784
Si, 5.466, 19.0717, 2.8255
Si, 8.268, 16.3841, 2.7543
Si, 5.4849, 24.6032, 2.9507
Si, 8.2503, 21.846, 2.6482
Si, 5.5077, 30.0784, 2.7754
Si, 8.2816, 27.3292, 2.8239
Si, 10.8373, 2.7205, 2.6647
Si, 13.7275, 0.0803, 2.6278
Si, 11.1547, 8.1429, 2.7883
Si, 13.7936, 5.5137, 2.8547
Si, 11.0741, 13.6435, 2.8997
Si, 13.8022, 10.8521, 2.7181
Si, 10.9566, 18.9992, 2.7479
Si, 13.8056, 16.3606, 2.6259
Si, 10.8918, 24.6495, 2.579
Si, 13.6697, 21.785, 2.683
Si, 10.8843, 30.047, 2.7432
Si, 13.6978, 27.3115, 2.7583
Si, 1.3493, 4.0157, 4.0933
Si, 4.1494, 1.3698, 3.8404
Si, 1.4315, 9.6753, 4.2738
Si, 4.1282, 6.8516, 4.3135
Si, 1.3306, 15.0062, 4.155
Si, 4.1701, 12.3696, 4.2816
Si, 1.3044, 20.4427, 4.0974
Si, 4.0958, 17.7747, 4.2622
Si, 1.3645, 25.9608, 4.2546
Si, 4.108, 23.2242, 4.2692
Si, 1.4429, 31.5055, 3.9668
Si, 4.1455, 28.7573, 4.2016
Si, 6.7417, 4.0309, 4.0879
Si, 9.5666, 1.3181, 4.0673
Si, 6.8968, 9.6155, 4.2804
Si, 9.6047, 6.8109, 4.0954
Si, 6.9021, 15.0685, 4.1817
Si, 9.6442, 12.3164, 4.2608
Si, 6.884, 20.4946, 4.1217
Si, 9.5871, 17.73, 4.1671
Si, 6.8902, 25.9929, 4.209
Si, 9.6062, 23.2401, 4.037
Si, 6.9021, 31.4867, 4.0555
Si, 9.5934, 28.7171, 4.1901
Si, 12.2822, 4.0975, 4.0698
Si, 15.0543, 1.3619, 4.0934
Si, 12.4073, 9.5629, 4.1725
Si, 15.0915, 6.8387, 4.292
Si, 12.4465, 15.0735, 4.1454
Si, 15.0958, 12.2805, 4.1111
Si, 12.3085, 20.4331, 4.0891
Si, 15.0736, 17.7259, 4.0946
Si, 12.2954, 25.9285, 4.0542
Si, 15.0294, 23.1838, 4.1052
Si, 12.3326, 31.4681, 4.0064
Si, 15.0954, 28.77, 4.0078
Si, 16.3855, 32.8002, 16.4606
Si, 2.7182, 2.7311, 16.4689
Si, 16.3956, 5.4698, 16.4703
Si, 2.7218, 8.1719, 16.466
Si, 16.386, 10.8921, 16.4533
Si, 2.7232, 13.6447, 16.4204
Si, 0.0026, 16.4159, 16.3952
Si, 2.7336, 19.1831, 16.3979
Si, 0.004, 21.8948, 16.4034
Si, 2.7116, 24.6129, 16.4289
Si, 16.3887, 27.3242, 16.442
Si, 2.7168, 30.061, 16.4618
Si, 5.4585, 0.0002, 16.4719
Si, 8.1935, 2.7315, 16.4813
Si, 5.4594, 5.454, 16.4784
Si, 8.1981, 8.1598, 16.4623
Si, 5.4562, 10.8814, 16.4469
Si, 8.2088, 13.6383, 16.4171
Si, 5.4568, 16.4102, 16.3998
Si, 8.1973, 19.1714, 16.3919
Si, 5.443, 21.9113, 16.4031
Si, 8.1753, 24.6253, 16.4263
Si, 5.4379, 27.3354, 16.4304
Si, 8.173, 30.0554, 16.4443
Si, 10.9212, 32.803, 16.4552
Si, 13.6595, 2.7451, 16.4681
Si, 10.9317, 5.4583, 16.4909
Si, 13.6567, 8.1758, 16.4769
Si, 10.9335, 10.891, 16.4413
Si, 13.6766, 13.648, 16.4148
Si, 10.9443, 16.4019, 16.3925
Si, 13.6854, 19.1674, 16.3976
Si, 10.937, 21.9044, 16.4
Si, 13.669, 24.6125, 16.4223
Si, 10.9118, 27.3402, 16.4375
Si, 13.6461, 30.056, 16.4552
Si, 1.3351, 1.3767, 17.8319
Si, 4.0686, 4.109, 17.8456
Si, 1.3417, 6.8393, 17.8561
Si, 4.0889, 9.5219, 17.8405
Si, 1.3615, 12.2673, 17.791
Si, 4.0846, 15.0384, 17.7573
Si, 1.3557, 17.8133, 17.7367
Si, 4.0687, 20.5698, 17.7788
Si, 1.3524, 23.2387, 17.8019
Si, 4.0658, 25.9775, 17.8033
Si, 1.3462, 28.6767, 17.8237
Si, 4.0824, 31.4338, 17.8308
Si, 6.8168, 1.3734, 17.8528
Si, 9.5473, 4.1082, 17.8633
Si, 6.8311, 6.8129, 17.8553
Si, 9.5789, 9.5132, 17.8211
Si, 6.8475, 12.2504, 17.773
Si, 9.5934, 15.0159, 17.749
Si, 6.8093, 17.8135, 17.735
Si, 9.563, 20.5456, 17.7505
Si, 6.7874, 23.2716, 17.7886
Si, 9.5391, 25.9793, 17.8073
Si, 6.7995, 28.6824, 17.8107
Si, 9.5444, 31.4216, 17.7996
Si, 12.2756, 1.3842, 17.8202
Si, 15.0132, 4.1289, 17.841
Si, 12.2922, 6.83, 17.8767
Si, 15.017, 9.5406, 17.853
Si, 12.3169, 12.266, 17.7753
Si, 15.0467, 15.0356, 17.7517
Si, 12.3101, 17.7903, 17.7295
Si, 15.0489, 20.5346, 17.7707
Si, 12.299, 23.2519, 17.785
Si, 15.0412, 25.94, 17.8163
Si, 12.2755, 28.6834, 17.8252
Si, 15.0159, 31.4228, 17.816
Si, 16.3755, 2.7644, 19.1961
Si, 2.7052, 0.0061, 19.1872
Si, 16.3724, 8.1866, 19.2534
Si, 2.6976, 5.4706, 19.2272
Si, 16.3931, 13.6565, 19.121
Si, 2.6922, 10.8855, 19.183
Si, 0.0242, 19.1795, 19.1312
Si, 2.713, 16.4466, 19.0833
Si, 16.3929, 24.5604, 19.2072
Si, 2.7079, 21.9037, 19.2036
Si, 16.3712, 30.037, 19.1812
Si, 2.6845, 27.2878, 19.2055
Si, 5.448, 2.7651, 19.217
Si, 8.195, 32.7801, 19.1814
Si, 5.4512, 8.157, 19.2294
Si, 8.1936, 5.475, 19.2605
Si, 5.4478, 13.6255, 19.0773
Si, 8.1991, 10.8724, 19.1567
Si, 5.4473, 19.1979, 19.1031
Si, 8.2074, 16.4298, 19.0287
Si, 5.4031, 24.6099, 19.1833
Si, 8.1758, 21.8982, 19.1132
Si, 5.4273, 30.0303, 19.1871
Si, 8.1372, 27.302, 19.1923
Si, 10.9285, 2.7507, 19.2176
Si, 13.6401, 0.0003, 19.155
Si, 10.9164, 8.1836, 19.2631
Si, 13.6785, 5.4933, 19.2569
Si, 10.9624, 13.6401, 19.1188
Si, 13.6328, 10.914, 19.2028
Si, 10.9613, 19.1816, 19.0761
Si, 13.682, 16.4289, 19.0819
Si, 10.9185, 24.6052, 19.1518
Si, 13.6854, 21.8936, 19.142
Si, 10.8799, 30.0459, 19.1786
Si, 13.6478, 27.2852, 19.1695
Si, 1.2954, 4.1477, 20.6031
Si, 4.0398, 1.4147, 20.5506
Si, 1.3141, 9.5721, 20.6219
Si, 4.0781, 6.7954, 20.6186
Si, 1.3603, 15.0635, 20.4311
Si, 4.1082, 12.255, 20.4782
Si, 1.3568, 20.5149, 20.5766
Si, 4.0405, 17.858, 20.4375
Si, 1.3684, 25.8761, 20.6046
Si, 4.0296, 23.2967, 20.6024
Si, 1.3394, 31.4147, 20.5353
Si, 4.0344, 28.6707, 20.5587
Si, 6.7929, 4.1343, 20.6267
Si, 9.5664, 1.3445, 20.5492
Si, 6.8359, 9.5304, 20.5693
Si, 9.5553, 6.8266, 20.6766
Si, 6.8374, 15.0417, 20.3312
Si, 9.6171, 12.2248, 20.4666
Si, 6.8111, 20.5519, 20.485
Si, 9.5554, 17.8202, 20.3768
Si, 6.7632, 25.9352, 20.5808
Si, 9.5189, 23.2595, 20.4903
Si, 6.82, 31.3939, 20.5272
Si, 9.5052, 28.6667, 20.5501
Si, 12.2893, 4.1337, 20.601
Si, 14.9792, 1.3952, 20.5142
Si, 12.2801, 9.5676, 20.6369
Si, 15.0243, 6.8499, 20.6899
Si, 12.3351, 15.0489, 20.4387
Si, 15.011, 12.3212, 20.5129
Si, 12.3327, 20.5111, 20.4744
Si, 15.0362, 17.8078, 20.4429
Si, 12.3063, 25.9056, 20.5548
Si, 15.0258, 23.2003, 20.591
Si, 12.2645, 31.4346, 20.5014
Si, 15.0185, 28.6298, 20.533
Si, 16.3831, 0.0515, 21.8099
Si, 2.7059, 2.8325, 21.9504
Si, 16.3201, 5.4203, 22.087
Si, 2.661, 8.1415, 21.9569
Si, 16.331, 10.9942, 21.9451
Si, 2.8033, 13.7408, 21.7428
Si, 16.3457, 16.3929, 21.7803
Si, 2.7346, 19.1646, 21.9623
Si, 16.3665, 21.8192, 22.0157
Si, 2.6712, 24.5586, 22.1236
Si, 16.3485, 27.2082, 21.9119
Si, 2.6525, 30.0142, 21.9294
Si, 5.4206, 32.7898, 21.8065
Si, 8.1881, 2.7052, 21.8906
Si, 5.4141, 5.4583, 22.0876
Si, 8.1353, 8.1839, 22.046
Si, 5.4396, 10.8888, 21.8975
Si, 8.2026, 13.6551, 21.6323
Si, 5.4832, 16.4516, 21.6148
Si, 8.2159, 19.1617, 21.7749
Si, 5.4638, 21.9447, 21.8748
Si, 8.1248, 24.5373, 21.9356
Si, 5.336, 27.2647, 21.9528
Si, 8.1374, 30.0194, 21.949
Si, 10.9807, 0.0196, 21.9243
Si, 13.6122, 2.7139, 21.9428
Si, 11.0105, 5.5142, 22.0544
Si, 13.6727, 8.2662, 22.0669
Si, 10.9047, 10.9358, 22.0018
Si, 13.7047, 13.7537, 21.8734
Si, 10.9302, 16.4525, 21.6824
Si, 13.7382, 19.1808, 21.8446
Si, 10.9304, 21.8893, 21.7692
Si, 13.6549, 24.5366, 21.9896
Si, 10.8841, 27.2619, 21.8697
Si, 13.5937, 30.0037, 21.8066
Si, 1.2184, 1.5202, 23.1976
Si, 4.0385, 4.0804, 23.5071
Si, 1.3665, 6.7757, 23.436
Si, 4.057, 9.4942, 23.3162
Si, 1.3336, 12.5314, 23.1078
Si, 4.2682, 15.0806, 23.0385
Si, 1.3197, 17.6483, 23.1822
Si, 4.1442, 20.6398, 23.2931
Si, 1.2495, 23.1391, 23.5234
Si, 4.0513, 25.9693, 23.526
Si, 1.307, 28.527, 23.2867
Si, 3.9875, 31.5272, 23.1775
Si, 6.7381, 1.3444, 23.1873
Si, 9.6695, 3.9668, 23.2543
Si, 6.7373, 6.8629, 23.5005
Si, 9.5076, 9.5333, 23.4386
Si, 6.8653, 12.3832, 23.0683
Si, 9.5128, 15.0673, 22.9395
Si, 6.7962, 17.7568, 23.0218
Si, 9.5825, 20.551, 23.1256
Si, 6.7717, 23.2055, 23.3947
Si, 9.5249, 25.8976, 23.2542
Si, 6.6506, 28.648, 23.3239
Si, 9.6267, 31.409, 23.2303
Si, 12.3366, 1.3729, 23.4134
Si, 14.8496, 4.015, 23.4532
Si, 12.3442, 6.933, 23.5511
Si, 14.9613, 9.722, 23.4835
Si, 12.2651, 12.4794, 23.2306
Si, 15.0494, 15.123, 23.3115
Si, 12.3024, 17.7881, 23.0529
Si, 15.0494, 20.4069, 23.4352
Si, 12.2382, 23.1181, 23.2864
Si, 15.0413, 25.8814, 23.3996
Si, 12.2742, 28.6119, 23.205
Si, 14.9824, 31.4375, 23.0239
Si, 16.2998, 2.6978, 24.7926
Si, 2.56, 0.1436, 24.4312
Si, 0.0762, 8.2933, 24.7439
Si, 2.6733, 5.4496, 25.0084
Si, 0.2095, 13.9066, 24.6882
Si, 2.8179, 11.2259, 24.2531
Si, 0.0758, 18.9104, 24.7392
Si, 2.8954, 16.3628, 24.38
Si, 16.262, 24.4916, 24.9872
Si, 2.6544, 21.7443, 24.8687
Si, 16.2398, 29.9972, 24.2887
Si, 2.5615, 27.2585, 24.9471
Si, 5.357, 2.5038, 24.7433
Si, 8.2346, 0.0531, 24.4135
Si, 5.2637, 8.2043, 25.0141
Si, 8.2197, 5.2617, 24.4973
Si, 5.694, 13.8449, 24.4511
Si, 8.0842, 11.0754, 24.5631
Si, 5.602, 19.19, 24.4157
Si, 8.137, 16.3273, 24.2813
Si, 5.5514, 24.687, 24.9246
Si, 8.2384, 21.7485, 24.6352
Si, 5.2183, 30.1481, 24.5985
Si, 8.1195, 27.2498, 24.5905
Si, 10.9892, 2.7321, 24.9056
Si, 13.8136, 32.714, 24.5694
Si, 10.7498, 8.1156, 24.9518
Si, 13.566, 5.4046, 24.9794
Si, 10.7733, 13.834, 24.4239
Si, 13.5568, 11.3069, 24.773
Si, 10.9574, 19.1442, 24.3396
Si, 13.4388, 16.4091, 24.5299
Si, 10.861, 24.4844, 24.6232
Si, 13.5114, 21.7279, 24.7544
Si, 10.9933, 30.0042, 24.5979
Si, 13.6106, 27.2814, 24.6264
Si, 0.7844, 4.4976, 26.0893
Si, 3.7391, 1.2516, 26.1816
Si, 1.455, 10.5806, 25.9665
Si, 3.9508, 6.7265, 26.7161
Si, 2.17, 14.7796, 25.9906
Si, 4.2185, 12.4747, 25.5457
Si, 1.9878, 19.6634, 25.8373
Si, 3.8303, 18.181, 25.4873
Si, 1.4154, 25.6063, 26.4564
Si, 3.4461, 23.1252, 26.6647
Si, 1.1969, 31.4151, 25.4605
Si, 3.4103, 29.2703, 25.9629
Si, 7.1955, 3.5362, 25.7687
Si, 9.3873, 1.3605, 26.01
Si, 6.2992, 10.1922, 25.8606
Si, 9.8561, 6.0745, 25.9352
Si, 7.2497, 14.9082, 25.9636
Si, 9.4239, 12.5871, 25.8193
Si, 7.3774, 19.8972, 25.8839
Si, 9.5333, 17.7215, 25.412
Si, 7.2604, 25.7344, 26.2158
Si, 9.3505, 23.2682, 26.039
Si, 6.9791, 31.3461, 25.6316
Si, 9.1837, 28.9608, 25.7309
Si, 11.6975, 4.6638, 26.2168
Si, 15.4753, 0.7576, 26.0672
Si, 11.9328, 10.6536, 26.4124
Si, 15.3516, 6.1189, 26.4718
Si, 11.6344, 15.5309, 25.7983
Si, 15.3504, 12.4155, 25.9281
Si, 12.2797, 20.0621, 26.0488
Si, 14.2336, 17.5779, 26.3936
Si, 12.2961, 25.798, 25.912
Si, 14.3946, 23.3875, 26.1917
Si, 12.6853, 31.1328, 25.8462
Si, 14.8063, 28.9531, 25.8241
Si, 1.9037, 3.7266, 31.3948
Si, 7.1776, 5.2752, 35.0875
Si, 14.8851, 8.4943, 30.8059
Si, 3.47, 8.4823, 36.1698
Si, 4.6894, 8.4349, 30.377
Si, 2.8523, 16.0928, 28.7929
Si, 2.1988, 15.1845, 31.4981
Si, 1.9393, 19.2003, 28.9655
Si, 0.311, 20.181, 31.3694
Si, 14.9417, 31.8251, 31.223
Si, 16.3064, 28.882, 31.1322
Si, 4.1723, 29.6806, 28.9405
Si, 1.9207, 2.7407, 28.4364
Si, 9.5809, 29.3498, 28.6315
Si, 5.4261, 32.3126, 27.9228
Si, 13.2342, 10.8292, 29.2608
Si, 6.7401, 9.671, 28.7463
Si, 9.9541, 8.2443, 32.0061
Si, 6.6857, 19.6884, 28.8905
Si, 4.1356, 21.3936, 29.3518
Si, 7.1924, 25.4968, 33.9099
Si, 2.8157, 29.6913, 31.4079
Si, 15.9621, 27.3891, 28.2538
Si, 9.6492, 30.5787, 32.5795
Si, 15.7158, 1.2942, 29.0296
Si, 11.6948, 5.2776, 29.4352
Si, 1.7088, 10.8534, 28.9343
Si, 0.5893, 10.1703, 32.6955
Si, 15.8096, 15.1008, 31.1777
Si, 0.5092, 13.2669, 33.1096
Si, 11.8435, 17.8091, 30.5214
Si, 10.7703, 21.694, 28.3329
Si, 13.5474, 22.7879, 28.9485
Si, 10.8575, 32.2214, 28.0483
Si, 10.9081, 26.7818, 28.5967
Si, 2.1228, 7.7638, 29.0449
Si, 4.4316, 5.9924, 34.7642
Si, 7.2319, 2.9144, 33.2381
Si, 0.5054, 16.9939, 36.9201
Si, 4.0475, 16.4084, 33.5925
Si, 2.3437, 21.2387, 33.459
Si, 5.5643, 16.9137, 27.9214
Si, 14.1569, 24.146, 33.6718
Si, 4.3239, 25.8698, 33.2235
Si, 2.1011, 31.0902, 33.8855
Si, 4.1287, 0.2095, 37.5892
Si, 10.8953, 1.6337, 32.3518
Si, 11.8972, 32.0167, 30.9603
Si, 6.0054, 4.9101, 28.4162
Si, 12.661, 6.7871, 31.6922
Si, 7.6008, 11.2599, 30.9876
Si, 10.6391, 12.8224, 35.3406
Si, 4.525, 11.0466, 35.1268
Si, 9.4442, 19.8873, 30.5765
Si, 8.38, 22.8112, 33.5119
Si, 7.9402, 26.0635, 29.1694
Si, 9.6414, 26.8351, 35.274
Si, 8.632, 2.7467, 30.647
Si, 14.258, 26.961, 32.3545
Si, 2.6833, 3.6579, 35.4627
Si, 8.824, 5.2937, 28.9059
Si, 15.4163, 3.6071, 30.8838
Si, 15.5364, 12.7998, 29.0212
Si, 12.8592, 15.9255, 28.4452
Si, 12.9925, 17.4193, 34.7416
Si, 14.1212, 19.0267, 32.3214
Si, 8.2815, 20.0279, 33.5894
Si, 12.9963, 15.3626, 31.2919
Si, 1.7566, 5.7509, 33.5731
Si, 5.8322, 2.0527, 29.7279
Si, 0.59, 8.1591, 35.1306
Si, 2.6637, 18.6072, 35.2282
Si, 4.2735, 13.8767, 35.0186
Si, 11.9997, 19.5625, 36.1716
Si, 14.621, 29.5318, 35.5439
Si, 3.5535, 24.3072, 37.845
Si, 4.4576, 2.2073, 32.3364
Si, 15.5061, 32.1801, 34.2563
Si, 3.3906, 10.9576, 31.3845
Si, 8.6552, 0.243, 33.7813
Si, 10.7968, 4.7713, 37.8576
Si, 5.5905, 12.3628, 32.9162
Si, 5.2388, 10.1053, 37.7972
Si, 4.3806, 22.9951, 31.954
Si, 9.9119, 21.54, 35.4846
Si, 1.1444, 28.9134, 35.6105
Si, 4.8519, 28.4646, 31.3994
Si, 9.4947, 6.8709, 35.9522
Si, 7.8366, 28.7545, 30.9449
Si, 7.3937, 8.2986, 31.0412
Si, 15.7079, 6.5537, 29.5766
Si, 10.8201, 10.3877, 33.6403
Si, 9.0013, 15.3381, 35.6201
Si, 12.9878, 14.437, 34.1437
Si, 13.6713, 25.8067, 29.4829
Si, 14.2994, 21.8174, 31.6712
Si, 12.0176, 25.1382, 35.5507
Si, 12.3199, 27.8023, 34.3766
Si, 3.7345, 0.7602, 34.826
Si, 15.1245, 11.9122, 37.9638
Si, 6.1038, 4.5919, 38.0556
Si, 4.6027, 14.3568, 38.1801
Si, 1.293, 22.155, 37.6211
Si, 14.2382, 18.416, 37.2716
Si, 2.2939, 25.9906, 35.5481
Si, 3.4619, 20.067, 37.5886
Si, 3.3013, 3.0645, 38.2021
Si, 1.9614, 30.7626, 38.0245
Si, 12.7003, 3.9043, 31.9131
Si, 11.8839, 0.1225, 37.1923
Si, 10.4442, 10.887, 37.6347
Si, 14.5538, 8.9632, 37.0763
Si, 7.4232, 14.7219, 38.1208
Si, 10.6109, 10.8298, 30.8409
Si, 5.605, 22.1387, 38.2931
Si, 8.7282, 22.7308, 38.1912
Si, 6.9314, 17.3413, 34.5438
Si, 7.2851, 24.1355, 31.3773
Si, 12.8279, 25.8014, 38.334
Si, 12.776, 2.8212, 37.277
Si, 14.8058, 0.8948, 36.8672
Si, 8.1548, 8.9799, 37.8343
Si, 11.8491, 8.7525, 35.693
Si, 15.8081, 14.1693, 35.7323
Si, 7.269, 17.7569, 37.5883
Si, 10.2605, 17.3886, 37.5431
Si, 9.4551, 28.807, 37.71
Si, 0.5077, 23.3637, 35.0235
Si, 9.9424, 31.1843, 35.5495
Si, 14.6568, 28.2818, 38.332
O, 15.788, 0.7915, 38.1954
O, 0.9427, 31.6188, 38.9776
O, 8.1696, 1.8163, 40.0995
O, 2.7843, 2.076, 35.0645
O, 15.6542, 6.5731, 39.7462
O, 1.1857, 4.6205, 39.8733
O, 3.7172, 7.2975, 39.9564
O, 1.6574, 9.3795, 39.8274
O, 16.2404, 15.6168, 36.3443
O, 16.3544, 11.3077, 38.8808
O, 3.3751, 13.5569, 38.9014
O, 13.5814, 19.7797, 36.6011
O, 13.8289, 18.4294, 38.8536
O, 13.6575, 17.2411, 36.2431
O, 3.626, 18.8422, 36.5261
O, 15.8362, 18.1984, 37.2161
O, 0.2728, 22.5778, 36.4331
O, 0.5206, 21.5578, 38.913
O, 3.7623, 24.8595, 39.3593
O, 1.4192, 25.9384, 39.8642
O, 1.6443, 27.4165, 36.0186
O, 16.0742, 27.5831, 38.7953
O, 2.6534, 29.5793, 38.8681
O, 8.2168, 3.4978, 32.0563
O, 5.3163, 0.0446, 38.6648
O, 9.943, 3.5941, 38.6612
O, 7.3349, 3.9572, 38.8928
O, 5.5408, 5.8691, 38.8839
O, 9.7608, 5.6736, 37.0144
O, 8.8715, 10.4607, 37.8288
O, 8.5514, 8.0985, 39.1583
O, 5.1038, 10.9592, 39.1661
O, 6.9601, 9.6846, 0.1327
O, 8.5734, 14.1886, 39.1077
O, 9.7184, 14.0857, 34.8848
O, 4.5625, 15.8811, 38.8122
O, 6.1186, 13.8287, 38.5195
O, 8.9372, 19.3592, 0.1216
O, 12.2298, 20.5535, 39.6221
O, 4.9089, 20.7972, 37.6598
O, 6.6833, 20.632, 0.2598
O, 9.8903, 22.1123, 39.1811
O, 8.4438, 24.2668, 38.7588
O, 4.5353, 28.1966, 39.8252
O, 6.5984, 26.12, 39.7532
O, 8.2041, 29.1233, 38.715
O, 6.9038, 31.1326, 39.6992
O, 11.2813, 31.9618, 36.0382
O, 11.0431, 32.7585, 38.5868
O, 13.1322, 2.8558, 38.873
O, 14.2287, 2.4283, 36.614
O, 11.5818, 5.7563, 38.8937
O, 10.244, 5.5049, 0.8206
O, 15.791, 8.3033, 36.2235
O, 14.4044, 8.4921, 38.6319
O, 9.5215, 12.1488, 40.2217
O, 11.282, 10.762, 39.0319
O, 14.0424, 12.6618, 38.9638
O, 12.3498, 14.7862, 39.6554
O, 8.2096, 16.3062, 34.561
O, 8.8349, 18.1333, 37.4204
O, 10.5877, 16.711, 38.9807
O, 6.7554, 18.8555, 38.6563
O, 6.5569, 17.7297, 36.1048
O, 13.9137, 24.8268, 38.9982
O, 15.2034, 23.0953, 40.0889
O, 10.6777, 28.5293, 38.7792
O, 11.7033, 26.1884, 39.4458
O, 14.2111, 29.0883, 39.6511
O, 12.5061, 31.2116, 39.8501
O, 4.8879, 3.4864, 37.9492
O, 1.136, 3.8996, 27.6068
O, 4.2953, 32.6054, 26.7764
O, 5.6396, 0.9766, 28.5538
O, 16.2866, 11.0488, 26.1138
O, 2.1933, 10.932, 27.3856
O, 4.7944, 5.9163, 27.9487
O, 1.689, 5.2507, 32.0072
O, 2.5214, 14.951, 29.9246
O, 2.0906, 15.6415, 27.4118
O, 3.2431, 13.5425, 26.4183
O, 5.1785, 11.3638, 26.3913
O, 0.666, 19.6325, 29.8812
O, 1.577, 19.6631, 27.4517
O, 4.6, 17.6633, 26.8536
O, 6.6299, 15.8753, 27.1992
O, 15.8438, 30.4625, 31.104
O, 2.3754, 24.354, 27.0417
O, 3.8399, 22.1751, 27.9433
O, 4.8451, 23.7844, 26.1421
O, 2.177, 30.3631, 26.3147
O, 0.2059, 32.3632, 26.4226
O, 4.0069, 29.0234, 27.473
O, 2.816, 30.0866, 29.7939
O, 8.2265, 2.4393, 26.5233
O, 6.5767, 4.3449, 27.0325
O, 9.8854, 0.5674, 27.4029
O, 9.9403, 1.8571, 31.0362
O, 13.9337, 9.4947, 29.9004
O, 7.1674, 9.7939, 27.211
O, 11.387, 9.1141, 26.1609
O, 9.0517, 5.8414, 27.3913
O, 8.3548, 13.7411, 26.5641
O, 11.7198, 11.2235, 29.7515
O, 10.6193, 11.7051, 26.6583
O, 5.6356, 20.7537, 29.5667
O, 6.8511, 20.3195, 27.3904
O, 8.509, 18.7123, 26.3107
O, 10.514, 16.6921, 26.3099
O, 7.0649, 26.3081, 27.7938
O, 1.4545, 28.7893, 31.6403
O, 9.6337, 22.5097, 27.4882
O, 8.2995, 24.473, 26.4206
O, 8.1185, 30.1924, 25.8028
O, 6.799, 31.8831, 27.1802
O, 10.7305, 28.3145, 29.2238
O, 8.3321, 29.6614, 29.6537
O, 11.9852, 4.8092, 27.9003
O, 15.0185, 6.2675, 28.1028
O, 15.1269, 2.723, 29.5506
O, 14.9313, 1.0488, 27.6141
O, 14.2074, 12.0829, 29.629
O, 13.0006, 10.6026, 27.6634
O, 15.5592, 7.6801, 25.9841
O, 1.3218, 8.982, 25.6196
O, 12.1475, 15.0194, 27.296
O, 14.5017, 16.067, 31.306
O, 15.241, 13.1086, 27.4435
O, 2.8859, 11.4235, 29.9078
O, 11.3677, 20.5092, 27.3648
O, 13.3335, 18.9373, 26.6604
O, 14.2094, 16.596, 27.7401
O, 12.9265, 14.8647, 29.7215
O, 9.1692, 28.4777, 27.3135
O, 13.2963, 24.6184, 26.5744
O, 14.5189, 22.5262, 27.64
O, 13.6935, 21.7057, 30.16
O, 12.1552, 32.0625, 27.093
O, 13.7216, 30.01, 26.5383
O, 15.7972, 28.4673, 27.05
O, 16.2317, 28.1689, 29.6625
O, 3.2687, 6.4023, 33.6876
O, 5.6882, 3.1895, 32.7647
O, 7.5223, 3.7664, 34.5817
O, 6.6823, 5.1505, 36.6346
O, 14.2, 3.2685, 31.9141
O, 2.3844, 3.507, 29.8357
O, 3.7115, 9.6404, 35.0194
O, 4.3625, 7.1339, 35.9339
O, 5.5061, 13.6877, 33.9059
O, 4.4455, 9.7268, 31.3283
O, 5.6344, 11.0693, 33.9257
O, 3.546, 12.3866, 35.0121
O, 1.8837, 13.7896, 32.3391
O, 1.6952, 20.4826, 32.1652
O, 15.7676, 18.0207, 26.0087
O, 2.293, 17.6048, 29.1328
O, 12.0626, 17.2566, 29.0028
O, 15.9125, 21.6122, 31.4507
O, 0.7781, 26.3653, 27.8015
O, 14.9415, 32.4902, 32.743
O, 14.173, 26.4156, 30.8692
O, 13.1617, 29.031, 35.0076
O, 2.6769, 31.0304, 32.3548
O, 2.9554, 32.1546, 34.7366
O, 3.1311, 2.1481, 27.4821
O, 5.0198, 31.0917, 28.9171
O, 11.3733, 32.5962, 29.5368
O, 11.9797, 0.482, 31.9772
O, 5.5368, 3.6152, 29.3218
O, 12.6186, 6.496, 30.0623
O, 9.7238, 9.215, 33.3108
O, 16.0481, 9.3586, 31.6305
O, 5.9647, 5.9596, 34.2083
O, 8.5649, 7.406, 31.7426
O, 10.2891, 9.2214, 30.7292
O, 7.4125, 9.8, 31.7353
O, 8.0232, 19.6561, 29.824
O, 6.2595, 18.0987, 28.8164
O, 3.206, 20.0731, 29.479
O, 3.7998, 22.5018, 30.5104
O, 7.7913, 27.2482, 30.3007
O, 8.5692, 23.265, 31.9388
O, 4.6318, 26.9895, 32.0727
O, 4.8832, 28.4313, 29.7403
O, 8.6078, 31.8704, 32.6184
O, 7.642, 23.9913, 34.3788
O, 14.5426, 26.5686, 28.3291
O, 10.1223, 30.7765, 28.1177
O, 0.4102, 3.0687, 31.5605
O, 15.475, 0.1098, 30.1333
O, 8.9131, 3.6985, 29.3519
O, 10.1608, 5.8539, 29.6851
O, 1.474, 9.2574, 29.2281
O, 0.9316, 6.7118, 29.3357
O, 7.2413, 5.6794, 29.2211
O, 0.1147, 11.7075, 32.9167
O, 15.677, 14.0499, 32.4092
O, 15.8617, 14.212, 29.7927
O, 12.1382, 13.2391, 34.8519
O, 10.0939, 11.5029, 34.5591
O, 13.1173, 18.6771, 31.0716
O, 0.7545, 16.0017, 31.4424
O, 10.1901, 21.1063, 29.7608
O, 11.9635, 22.7724, 28.5755
O, 14.5957, 25.6804, 33.3081
O, 15.7238, 19.0211, 31.9815
O, 9.5288, 25.9398, 28.8074
O, 11.4282, 26.6852, 27.0366
O, 12.1878, 24.888, 37.1397
O, 7.4392, 24.6339, 29.8391
O, 0.9296, 1.4835, 28.7952
O, 3.0389, 3.01, 32.3329
O, 0.6436, 6.8428, 34.1117
O, 4.1068, 4.4593, 35.2515
O, 3.9205, 9.1482, 37.5879
O, 7.7532, 8.593, 29.4623
O, 3.4548, 15.1857, 34.5064
O, 3.3939, 17.8147, 34.0257
O, 15.8427, 15.6166, 40.1177
O, 4.5836, 14.2858, 36.5555
O, 5.2902, 11.1695, 36.5565
O, 13.9074, 23.2502, 32.3337
O, 1.4396, 22.4899, 34.0041
O, 4.4952, 16.0555, 28.8053
O, 14.6123, 31.0408, 34.9744
O, 11.8718, 18.6237, 34.8179
O, 2.1568, 29.5624, 34.4828
O, 3.899, 24.4742, 32.4683
O, 0.5878, 31.6289, 33.9652
O, 4.7484, 0.5729, 36.1015
O, 4.7413, 1.6146, 30.8573
O, 7.3527, 1.8075, 30.2796
O, 10.8686, 30.8697, 31.523
O, 11.986, 4.1917, 36.8746
O, 10.262, 30.4761, 34.0984
O, 11.706, 2.9729, 32.8061
O, 8.6723, 8.1168, 36.5665
O, 12.0433, 3.9923, 30.4055
O, 6.8609, 11.1219, 29.5282
O, 2.7834, 7.5382, 27.5605
O, 6.9006, 12.3937, 31.9413
O, 1.2163, 16.6141, 38.3446
O, 11.3231, 11.1244, 32.2854
O, 9.1845, 11.6352, 30.7525
O, 4.2981, 17.9383, 40.2517
O, 9.148, 20.0724, 32.1865
O, 7.3561, 18.687, 33.6956
O, 7.4477, 21.4482, 33.5986
O, 5.9963, 23.1698, 31.6957
O, 7.2579, 25.5028, 32.2785
O, 15.4114, 28.112, 32.274
O, 3.0751, 26.3118, 34.1578
O, 5.6172, 25.7604, 34.2469
O, 6.3926, 29.0374, 31.6919
O, 8.9198, 29.1822, 32.1229
O, 13.3993, 31.3979, 30.8618
O, 12.0743, 26.0497, 29.4467
O, 1.5785, 4.4338, 34.5496
O, 15.4586, 5.2055, 30.5175
O, 11.2199, 7.2886, 32.2547
O, 13.8687, 7.8421, 31.9539
O, 1.9058, 8.0887, 36.0947
O, 0.3765, 11.7448, 29.2114
O, 3.467, 16.0414, 32.1006
O, 0.569, 13.6475, 34.6962
O, 14.4414, 14.356, 34.8623
O, 12.9024, 14.2549, 32.4972
O, 12.3962, 15.9495, 34.3863
O, 10.169, 16.1706, 36.4278
O, 13.9966, 17.9707, 33.569
O, 13.7467, 20.607, 32.6475
O, 11.8158, 16.482, 31.5099
O, 13.9956, 24.2323, 29.5236
O, 14.6954, 29.4062, 37.158
O, 12.7771, 24.0589, 34.5827
O, 4.4502, 0.969, 33.3863
O, 2.335, 3.7647, 37.0525
O, 3.1583, 31.7188, 37.487
O, 3.334, 7.5746, 30.1551
O, 0.5581, 9.4527, 34.151
O, 15.6437, 13.0562, 36.9143
O, 1.4479, 17.6508, 35.7568
O, 11.0972, 9.7191, 36.7323
O, 4.2125, 12.2167, 32.0286
O, 2.345, 20.0698, 34.5901
O, 2.825, 19.6232, 39.0156
O, 1.1566, 24.8481, 35.264
O, 15.4123, 23.5004, 34.4442
O, 4.8892, 23.4155, 37.519
O, 2.1736, 23.4572, 38.0217
O, 15.5222, 0.5504, 35.4093
O, 3.1686, 1.4393, 38.0404
O, 3.3279, 25.4477, 36.6985
O, 16.0026, 28.7803, 35.04
O, 5.9037, 7.6085, 31.1312
O, 8.7233, 32.2753, 35.243
O, 10.0274, 1.1284, 33.6297
O, 10.9312, 7.4244, 35.3921
O, 8.5088, 6.1978, 34.8374
O, 5.2306, 9.0262, 28.9331
O, 6.5538, 9.1643, 37.6955
O, 7.8839, 14.6079, 36.567
O, 2.3323, 21.0804, 37.0106
O, 3.8224, 21.8729, 33.045
O, 9.8668, 22.4968, 34.1439
O, 7.2314, 22.0655, 38.0826
O, 5.669, 16.6315, 33.7642
O, 8.2012, 26.6193, 34.5304
O, 1.1439, 30.0157, 36.823
O, 10.6796, 27.8459, 34.4655
O, 9.2887, 22.4663, 36.6689
O, 11.6922, 1.6916, 36.7925
O, 7.4373, 1.3133, 33.5769
O, 13.522, 32.7152, 37.2291
O, 9.5952, 30.0909, 36.7021
O, 12.0967, 9.6533, 34.3452
O, 13.2792, 8.3316, 36.2838
O, 12.8716, 5.4003, 32.5318
O, 2.135, 10.3189, 32.2014
O, 10.595, 12.374, 36.9252
O, 14.5524, 10.618, 37.1041
O, 7.163, 16.3163, 38.3497
O, 11.3041, 18.6227, 37.3172
O, 12.8247, 27.612, 32.8301
O, 9.1773, 20.135, 34.9805
O, 10.4272, 18.5869, 30.5299
O, 11.3937, 21.0526, 35.9545
O, 9.3181, 27.4756, 36.7508
O, 10.408, 25.3691, 35.2912
O, 13.5795, 27.1616, 37.8476
O, 12.7907, 26.5333, 35.2575
Si, 0.0452, 32.7914, 5.4159
Si, 2.7894, 2.6629, 5.3873
Si, 0.0588, 5.4041, 5.5351
Si, 2.7498, 8.2372, 5.607
Si, 0.0156, 10.9823, 5.596
Si, 2.7335, 13.7082, 5.5709
Si, 16.3991, 16.3831, 5.5227
Si, 2.6965, 19.1591, 5.5391
Si, 16.3874, 21.8299, 5.4948
Si, 2.75, 24.61, 5.5907
Si, 16.3786, 27.4002, 5.4839
Si, 2.7374, 30.1571, 5.4553
Si, 5.4714, 0.0454, 5.3711
Si, 8.1816, 2.6995, 5.4268
Si, 5.4868, 5.4043, 5.5527
Si, 8.284, 8.1811, 5.5365
Si, 5.5004, 10.9584, 5.6211
Si, 8.2428, 13.6902, 5.5717
Si, 5.508, 16.403, 5.5622
Si, 8.244, 19.1398, 5.5065
Si, 5.5128, 21.8334, 5.5341
Si, 8.2604, 24.5828, 5.497
Si, 5.5052, 27.3684, 5.5395
Si, 8.2097, 30.1096, 5.4877
Si, 10.9723, 32.7978, 5.4367
Si, 13.6738, 2.7412, 5.4467
Si, 10.9338, 5.4377, 5.4892
Si, 13.696, 8.1978, 5.5972
Si, 11.0164, 10.9104, 5.5542
Si, 13.7413, 13.6547, 5.5141
Si, 10.996, 16.3856, 5.5115
Si, 13.6989, 19.0983, 5.4743
Si, 10.9634, 21.8621, 5.4404
Si, 13.6579, 24.5831, 5.4494
Si, 10.986, 27.323, 5.4813
Si, 13.6961, 30.101, 5.4007
Si, 1.405, 1.3428, 6.8013
Si, 4.0904, 4.0312, 6.8523
Si, 1.389, 6.8072, 6.9069
Si, 4.133, 9.5765, 6.9608
Si, 1.3912, 12.3324, 6.9467
Si, 4.1225, 15.0545, 6.9269
Si, 1.3591, 17.7592, 6.8915
Si, 4.1042, 20.5008, 6.8921
Si, 1.3483, 23.2164, 6.8746
Si, 4.1264, 26.0044, 6.8985
Si, 1.3713, 28.7664, 6.8291
Si, 4.126, 31.4992, 6.8082
Si, 6.8238, 1.3573, 6.8165
Si, 9.5528, 4.058, 6.8313
Si, 6.8826, 6.7954, 6.8762
Si, 9.6314, 9.55, 6.914
Si, 6.8797, 12.3251, 6.9461
Si, 9.6278, 15.0456, 6.9105
Si, 6.8749, 17.7881, 6.8983
Si, 9.607, 20.5203, 6.8529
Si, 6.8752, 23.2337, 6.8724
Si, 9.6082, 25.9749, 6.8559
Si, 6.8619, 28.7497, 6.8769
Si, 9.6004, 31.4578, 6.8315
Si, 12.3164, 1.368, 6.8202
Si, 15.0416, 4.0682, 6.8614
Si, 12.2991, 6.7981, 6.8886
Si, 15.0628, 9.5753, 6.9374
Si, 12.3638, 12.3034, 6.9021
Si, 15.0609, 15.0244, 6.9104
Si, 12.3334, 17.767, 6.8761
Si, 15.0284, 20.4771, 6.8667
Si, 12.3092, 23.2268, 6.8373
Si, 15.0127, 25.9905, 6.8204
Si, 12.3435, 28.73, 6.8125
Si, 15.0584, 31.4515, 6.7986
Si, 0.0263, 2.6972, 8.1993
Si, 2.751, 0.0085, 8.2124
Si, 0.0188, 8.1745, 8.2713
Si, 2.755, 5.4196, 8.2412
Si, 0.0164, 13.681, 8.3001
Si, 2.7507, 10.9418, 8.298
Si, 16.397, 19.1289, 8.2488
Si, 2.7424, 16.4184, 8.2711
Si, 16.3837, 24.6242, 8.2002
Si, 2.7355, 21.8761, 8.2425
Si, 16.4008, 30.1017, 8.2079
Si, 2.7299, 27.388, 8.2105
Si, 5.4731, 2.7004, 8.2254
Si, 8.207, 0.0047, 8.1942
Si, 5.5116, 8.1635, 8.2583
Si, 8.2252, 5.4218, 8.2429
Si, 5.4868, 13.6791, 8.2882
Si, 8.2438, 10.9178, 8.2697
Si, 5.4812, 19.1388, 8.2528
Si, 8.2397, 16.4132, 8.2588
Si, 5.499, 24.616, 8.2293
Si, 8.2361, 21.8713, 8.2367
Si, 5.4687, 30.1194, 8.2066
Si, 8.2327, 27.3577, 8.2147
Si, 10.9367, 2.7104, 8.2052
Si, 13.6892, 0.0032, 8.1874
Si, 10.9607, 8.1638, 8.2773
Si, 13.6789, 5.4332, 8.2402
Si, 10.9751, 13.6561, 8.2656
Si, 13.6932, 10.9322, 8.2924
Si, 10.9605, 19.1458, 8.2296
Si, 13.6817, 16.3961, 8.2567
Si, 10.9603, 24.6029, 8.2203
Si, 13.6696, 21.868, 8.2184
Si, 10.9629, 30.0833, 8.1943
Si, 13.6744, 27.3601, 8.2067
Si, 1.3698, 4.066, 9.5992
Si, 4.1048, 1.3565, 9.6054
Si, 1.3826, 9.5468, 9.6343
Si, 4.1235, 6.7941, 9.6081
Si, 1.3888, 15.0472, 9.645
Si, 4.1244, 12.3024, 9.65
Si, 1.3669, 20.5069, 9.6008
Si, 4.1161, 17.7799, 9.6252
Si, 1.3575, 26.0017, 9.5611
Si, 4.11, 23.2587, 9.5862
Si, 1.3716, 31.4549, 9.5825
Si, 4.101, 28.7481, 9.5779
Si, 6.8377, 4.0682, 9.5997
Si, 9.5686, 1.3573, 9.5834
Si, 6.8652, 9.5427, 9.6246
Si, 9.5799, 6.7935, 9.6206
Si, 6.8653, 15.0479, 9.6299
Si, 9.6015, 12.289, 9.6313
Si, 6.8523, 20.5164, 9.6015
Si, 9.5967, 17.7879, 9.6143
Si, 6.856, 25.9988, 9.5853
Si, 9.587, 23.2536, 9.5971
Si, 6.8437, 31.4587, 9.5858
Si, 9.5927, 28.7284, 9.5788
Si, 12.3003, 4.0687, 9.5944
Si, 15.0505, 1.3526, 9.5814
Si, 12.3207, 9.5446, 9.633
Si, 15.0402, 6.8019, 9.6154
Si, 12.3228, 15.0316, 9.6315
Si, 15.0572, 12.2975, 9.6507
Si, 12.3113, 20.5153, 9.6022
Si, 15.0401, 17.7665, 9.6218
Si, 12.3106, 25.9926, 9.5797
Si, 15.0282, 23.2545, 9.5769
Si, 12.3194, 31.4508, 9.5726
Si, 15.0389, 28.7273, 9.5774
Si, 0.0052, 32.8035, 10.9692
Si, 2.7358, 2.7145, 10.9799
Si, 0.0053, 5.4332, 10.9759
Si, 2.7523, 8.1637, 10.9794
Si, 0.0147, 10.9118, 10.9996
Si, 2.7487, 13.6663, 11.0036
Si, 0.0064, 16.4067, 10.9916
Si, 2.7388, 19.1501, 10.9714
Si, 16.3996, 21.891, 10.9449
Si, 2.7308, 24.6374, 10.9315
Si, 16.4, 27.3596, 10.9467
Si, 2.7291, 30.0918, 10.9617
Si, 5.4727, 32.8036, 10.9736
Si, 8.205, 2.7111, 10.9718
Si, 5.4792, 5.4299, 10.982
Si, 8.216, 8.1623, 10.9893
Si, 5.4875, 10.9079, 10.99
Si, 8.2202, 13.6568, 10.9864
Si, 5.4826, 16.4074, 10.9868
Si, 8.215, 19.1502, 10.9717
Si, 5.4766, 21.8919, 10.9525
Si, 8.2141, 24.6277, 10.9533
Si, 5.4705, 27.37, 10.9382
Si, 8.2106, 30.0863, 10.9497
Si, 10.9412, 32.8026, 10.9547
Si, 13.6758, 2.7109, 10.9622
Si, 10.9448, 5.4296, 10.9824
Si, 13.6809, 8.1691, 10.9893
Si, 10.9498, 10.9068, 10.9966
Si, 13.6796, 13.6599, 11.0009
Si, 10.9468, 16.4044, 10.9813
Si, 13.6718, 19.1458, 10.9695
Si, 10.9447, 21.8862, 10.9651
Si, 13.6694, 24.6251, 10.9497
Si, 10.9448, 27.3572, 10.9527
Si, 13.6733, 30.0858, 10.9567
Si, 1.3636, 1.3592, 12.3533
Si, 4.1008, 4.0784, 12.3533
Si, 1.3721, 6.8033, 12.3457
Si, 4.1122, 9.5357, 12.3498
Si, 1.3815, 12.2835, 12.3557
Si, 4.1192, 15.035, 12.3561
Si, 1.376, 17.7817, 12.3373
Si, 4.1063, 20.5294, 12.3189
Si, 1.3641, 23.2686, 12.2992
Si, 4.095, 26.0043, 12.3036
Si, 1.3584, 28.7219, 12.3259
Si, 4.0949, 31.4471, 12.341
Si, 6.8329, 1.3604, 12.3505
Si, 9.5671, 4.0749, 12.3489
Si, 6.8407, 6.7988, 12.3529
Si, 9.5777, 9.5333, 12.3542
Si, 6.851, 12.2809, 12.3507
Si, 9.5814, 15.0302, 12.3468
Si, 6.8467, 17.7833, 12.3392
Si, 9.5734, 20.5266, 12.3329
Si, 6.8356, 23.2676, 12.3148
Si, 9.5719, 25.9975, 12.3217
Si, 6.8324, 28.7276, 12.3207
Si, 9.5688, 31.4468, 12.3334
Si, 12.3008, 1.3586, 12.3408
Si, 15.0314, 4.0787, 12.3468
Si, 12.3061, 6.8033, 12.3487
Si, 15.0447, 9.5386, 12.3533
Si, 12.3143, 12.2786, 12.3543
Si, 15.0482, 15.0304, 12.3525
Si, 12.309, 17.7789, 12.3378
Si, 15.0391, 20.5254, 12.3177
Si, 12.3034, 23.2645, 12.3233
Si, 15.0321, 25.9944, 12.3164
Si, 12.3028, 28.7226, 12.3283
Si, 15.0347, 31.4433, 12.3406
Si, 16.3965, 2.7234, 13.7253
Si, 2.7287, 32.8009, 13.7255
Si, 0.0029, 8.1689, 13.7183
Si, 2.7335, 5.4438, 13.7238
Si, 0.0062, 13.6493, 13.7101
Si, 2.7383, 10.9014, 13.7162
Si, 0.0039, 19.1586, 13.6805
Si, 2.7386, 16.4087, 13.7004
Si, 16.4, 24.6254, 13.6763
Si, 2.7306, 21.9045, 13.6659
Si, 16.3939, 30.073, 13.7135
Si, 2.7248, 27.3532, 13.6894
Si, 5.4647, 2.7192, 13.7289
Si, 8.1982, 32.8013, 13.7183
Si, 5.4694, 8.1627, 13.7196
Si, 8.203, 5.4362, 13.7272
Si, 5.4764, 13.6466, 13.7137
Si, 8.2044, 10.8976, 13.7158
Si, 5.4695, 19.1606, 13.6854
Si, 8.2048, 16.4016, 13.6998
Si, 5.457, 24.6342, 13.6722
Si, 8.1983, 21.9027, 13.684
Si, 5.4597, 30.0794, 13.7052
Si, 8.1925, 27.3543, 13.688
Si, 10.9338, 2.7205, 13.7234
Si, 13.6645, 32.8026, 13.718
Si, 10.9387, 8.1632, 13.7213
Si, 13.6679, 5.446, 13.7237
Si, 10.9411, 13.6471, 13.7067
Si, 13.6737, 10.9017, 13.7164
Si, 10.9391, 19.1531, 13.6922
Si, 13.6744, 16.4053, 13.6962
Si, 10.9329, 24.6301, 13.6904
Si, 13.6725, 21.8947, 13.6792
Si, 10.9295, 30.0784, 13.7049
Si, 13.6635, 27.3504, 13.6957
Si, 1.3548, 4.0951, 15.0978
Si, 4.0903, 1.3631, 15.1015
Si, 1.365, 9.5366, 15.0873
Si, 4.0955, 6.81, 15.0972
Si, 1.3723, 15.0295, 15.0566
Si, 4.1063, 12.2696, 15.0772
Si, 1.3675, 20.5382, 15.0304
Si, 4.0989, 17.7954, 15.0483
Si, 1.3572, 25.9823, 15.0558
Si, 4.0828, 23.2747, 15.0378
Si, 1.3554, 31.435, 15.0921
Si, 4.0836, 28.7144, 15.0693
Si, 6.8255, 4.0868, 15.1044
Si, 9.5554, 1.3667, 15.095
Si, 6.8367, 9.5259, 15.0851
Si, 9.5701, 6.8021, 15.0959
Si, 6.8417, 15.0259, 15.0659
Si, 9.5783, 12.2661, 15.0679
Si, 6.8232, 20.5429, 15.045
Si, 9.5688, 17.7825, 15.0497
Si, 6.8169, 25.991, 15.0525
Si, 9.5565, 23.2718, 15.0539
Si, 6.8195, 31.4411, 15.0862
Si, 9.5533, 28.7114, 15.067
Si, 12.2896, 4.0974, 15.0987
Si, 15.0215, 1.3677, 15.0967
Si, 12.3064, 9.5316, 15.0829
Si, 15.0275, 6.8193, 15.0952
Si, 12.3145, 15.0231, 15.0514
Si, 15.045, 12.2703, 15.0708
Si, 12.3069, 20.5313, 15.0441
Si, 15.0412, 17.7881, 15.0396
Si, 12.2959, 25.9876, 15.0678
Si, 15.0361, 23.26, 15.0444
Si, 12.2922, 31.4374, 15.0857
Si, 15.0236, 28.7028, 15.0808

Results
total energy: -236497.359 eV
total energy less fixed offsets of O -438.35, Si -107.03 eV per atom: 10.341 eV

Forces (eV/angstrom), in the order of the atoms: element, x, y, z
Si, -0.0839, 0.0002, 0.2164
Si, -0.402, 0.2271, 0.0756
Si, -0.1722, 0.1933, -0.2774
Si, -0.0641, 0.1292, -0.4256
Si, 0.3216, -0.041, 0.09
Si, -0.096, -0.4785, 0.1768
Si, 0.0393, 0.5302, -0.2231
Si, 0.0366, 0.3164, -0.0911
Si, 0.005, 0.076, -0.0958
Si, 0.006, -0.0913, 0.1119
Si, 0.0193, -0.0597, -0.0337
Si, 0.2116, -0.1351, -0.0448
Si, -0.4454, -0.1219, -0.2992
Si, -0.1496, -0.1482, -0.5616
Si, -0.1198, 0.0994, -0.0522
Si, 0.0874, -0.1327, -0.4885
Si, 0.0656, 0.1251, -0.4791
Si, 0.0968, -0.0425, -0.054
Si, 0.1443, -0.151, 0.4461
Si, 0.2777, -0.1889, -0.1728
Si, 0.0486, -0.0659, 0.3963
Si, -0.3395, 0.008, 0.0634
Si, -0.0138, -0.0281, 0.0329
Si, 0.024, 0.154, 0.4046
Si, 0.0524, 0.0167, -0.268
Si, 0.174, -0.5738, -0.0453
Si, 0.2278, 0.8001, -0.2306
Si, -0.0924, 0.2431, 0.0327
Si, 0.0678, -0.0478, -0.3238
Si, -0.1631, -0.1803, -0.049
Si, -0.0571, 0.2104, 0.0346
Si, 0.0018, -0.0539, 0.0536
Si, 0.2397, 0.2021, -0.1832
Si, 0.088, -0.0564, 0.0595
Si, 0.2949, -0.1158, 0.0776
Si, -0.0099, -0.0562, -0.0812
Si, -0.0794, 0.0244, 0.0019
Si, 0.0995, 0.2004, 0.047
Si, 0.1016, -0.0366, -0.1984
Si, 0.0533, -0.1505, -0.1435
Si, -0.0915, -0.1094, -0.2357
Si, 0.0154, 0.2573, -0.5672
Si, 0.0549, -0.2519, -0.0804
Si, -0.1596, -0.085, -0.0071
Si, -0.0387, 0.1733, -0.3601
Si, -0.009, -0.0769, -0.383
Si, 0.0522, -0.0966, -0.1045
Si, 0.1218, -0.0386, -0.1572
Si, 0.0535, -0.1207, -0.099
Si, 0.0353, 0.4117, 0.5737
Si, -0.2179, -0.0266, -0.137
Si, -0.0937, 0.1217, -0.075
Si, -0.0247, -0.0537, -0.1637
Si, 0.1136, -0.0277, -0.2275
Si, -0.1302, -0.182, -0.181
Si, -0.0944, -0.1574, -0.1083
Si, 0.0894, 0.1338, -0.1002
Si, 0.0343, 0.0064, -0.1454
Si, -0.0506, -0.0836, -0.453
Si, -0.0794, -0.0363, -0.3129
Si, -0.0405, -0.1725, 0.0206
Si, 0.0445, 0.1718, -0.1223
Si, 0.0908, -0.1205, -0.4065
Si, 0.0909, 0.0149, -0.2885
Si, -0.1156, 0.056, -0.0772
Si, -0.2399, 0.1361, -0.0989
Si, -0.0764, -0.0245, -0.1592
Si, -0.2043, 0.0885, -0.2282
Si, 0.1245, -0.0258, -0.1229
Si, -0.0094, -0.0199, -0.1979
Si, -0.0673, 0.1042, -0.1636
Si, 0.1144, 0.0523, -0.1775
Si, 0.1001, -0.0438, -0.0087
Si, 0.0064, -0.0662, -0.1117
Si, -0.0078, 0.0115, 0.1304
Si, 0.1174, -0.0817, 0.1397
Si, 0.1701, 0.0303, -0.0857
Si, 0.0189, 0.1451, 0.0051
Si, 0.0778, 0.0692, -0.0113
Si, -0.0712, 0.1194, 0.1176
Si, -0.0322, 0.1247, 0.1219
Si, 0.08, -0.0793, -0.0471
Si, 0.0822, -0.0506, -0.0706
Si, -0.0979, 0.099, 0.1948
Si, -0.1933, 0.1521, -0.0074
Si, 0.0955, -0.1831, 0.0042
Si, 0.1299, -0.0348, 0.3177
Si, -0.1485, 0.0637, 0.2319
Si, 0.0533, -0.0924, 0.081
Si, 0.0535, 0.0148, 0.2443
Si, -0.0048, -0.0385, 0.2244
Si, -0.0783, 0.1127, -0.025
Si, 0.0737, -0.2494, 0.0557
Si, -0.1674, 0.0255, 0.0799
Si, -0.0369, 0.1017, 0.1381
Si, 0.023, -0.0373, 0.1173
Si, 0.0099, -0.0588, 0.143
Si, -0.0738, 0.037, 0.0737
Si, -0.0275, -0.1026, -0.0458
Si, -0.0664, -0.0306, 0.1893
Si, 0.009, -0.0721, 0.2518
Si, 0.0207, -0.0975, -0.085
Si, -0.0159, -0.0989, 0.0466
Si, 0.0042, 0.0319, -0.0066
Si, 0.0986, 0.0213, -0.1516
Si, -0.0335, 0.0994, 0.0422
Si, -0.0735, 0.0081, 0.2028
Si, 0.1118, -0.14, -0.0027
Si, 0.0939, 0.0051, -0.1107
Si, 0.0398, -0.0489, -0.0534
Si, -0.1417, 0.0107, -0.0226
Si, 0.0864, -0.0501, -0.0949
Si, 0.0555, 0.0538, -0.1988
Si, -0.0938, -0.0038, -0.0049
Si, -0.0151, 0.0137, 0.04
Si, 0.0626, 0.0893, -0.2681
Si, 0.072, -0.0924, -0.112
Si, 0.1487, -0.0074, -0.0119
Si, -0.0921, -0.0162, -0.0631
Si, -0.1106, 0.1092, -0.0331
Si, 0.153, 0.0073, -0.0374
Si, -0.0615, 0.1408, -0.0474
Si, -0.0285, -0.0091, -0.1993
Si, 0.1177, -0.1114, -0.1703
Si, -0.0179, 0.0253, -0.0011
Si, -0.0545, 0.0091, -0.238
Si, -0.0109, -0.0311, -0.2871
Si, 0.0659, 0.0277, -0.0053
Si, -0.0094, 0.0102, -0.0402
Si, -0.0703, -0.0407, -0.0654
Si, -0.1152, -0.077, -0.0858
Si, 0.0012, -0.0083, -0.0655
Si, -0.084, 0.1435, -0.1819
Si, 0.021, -0.0447, -0.0334
Si, 0.076, -0.0857, -0.0431
Si, -0.0207, 0.0231, -0.0301
Si, -0.0784, -0.1049, -0.073
Si, 0.02, -0.0364, -0.0327
Si, 0.1199, 0.0704, -0.0657
Si, -0.0184, -0.1299, -0.0123
Si, -0.0633, 0.0771, 0.028
Si, -0.0177, -0.0143, -0.1635
Si, 0.0195, -0.0204, -0.1081
Si, -0.0551, 0.0479, -0.0388
Si, 0.0073, -0.004, -0.0161
Si, 0.0279, -0.0096, -0.0051
Si, -0.023, -0.0175, -0.002
Si, -0.0048, 0.0145, -0.0118
Si, 0.034, 0.0235, 0.0041
Si, -0.0117, 0.036, -0.0054
Si, -0.0098, 0.0019, -0.0005
Si, -0.0289, -0.0107, 0.007
Si, 0.0154, -0.0169, 0.0058
Si, 0.0098, 0.0113, 0.0177
Si, 0.0056, 0.0189, -0.0041
Si, 0.0059, 0.0021, 0.0038
Si, 0.0007, -0.0229, -0.0057
Si, -0.0079, 0.004, -0.0023
Si, -0.0158, 0.005, -0.0055
Si, 0.007, 0.0069, -0.0124
Si, 0.0198, 0.0173, -0.0019
Si, 0.0103, -0.0038, -0.0051
Si, 0.0119, 0.0103, -0.0058
Si, -0.0059, -0.0096, -0.0044
Si, -0.0006, 0.0134, 0.0046
Si, 0.0072, 0.0017, 0.0146
Si, 0.0007, 0.0134, -0.0046
Si, 0.0186, 0.0268, -0.0075
Si, -0.0187, 0.0082, -0.0151
Si, -0.0171, -0.01, -0.0038
Si, -0.0166, 0.0093, 0.0159
Si, -0.0018, 0.032, 0.0087
Si, 0.0082, 0.0279, 0.0029
Si, 0.0049, -0.0079, -0.0001
Si, 0.0276, -0.0215, -0.0093
Si, -0.0081, -0.0247, 0.0074
Si, -0.0109, -0.0105, -0.0096
Si, -0.0007, -0.0014, 0.0031
Si, -0.0288, 0.0288, -0.003
Si, -0.0034, 0.023, -0.011
Si, -0.0303, -0.0464, 0.0012
Si, 0.0116, -0.0332, -0.0035
Si, 0.0541, -0.0006, 0.0028
Si, -0.0177, 0.0018, 0.0047
Si, -0.0405, -0.0085, -0.0057
Si, -0.0176, -0.0552, 0.0006
Si, 0.062, -0.012, -0.0314
Si, 0.0403, -0.0266, -0.0022
Si, -0.0353, -0.0056, -0.004
Si, 0.0389, 0.0031, -0.0207
Si, -0.0068, 0.0035, -0.0081
Si, 0.0044, 0.0282, -0.0074
Si, 0.0188, 0.0102, -0.004
Si, -0.0027, -0.0462, -0.0134
Si, 0.0237, 0.0162, -0.0089
Si, -0.0342, 0.014, -0.0141
Si, -0.0189, 0.0253, -0.0007
Si, -0.016, 0.0506, -0.0034
Si, 0.0227, -0.0353, -0.0047
Si, 0.0094, 0.0077, -0.0067
Si, -0.0017, -0.0395, -0.0033
Si, 0.0104, 0.005, -0.0103
Si, -0.0242, -0.0008, -0.0145
Si, -0.0305, -0.0333, -0.0295
Si, 0.0071, -0.039, -0.0003
Si, 0.0593, 0.0414, -0.0004
Si, -0.0033, -0.019, 0.0062
Si, -0.0149, -0.0037, 0.0088
Si, -0.0307, 0.0193, -0.0099
Si, 0.006, 0.0326, 0.0003
Si, -0.0038, -0.0181, -0.0103
Si, -0.0115, 0.0048, -0.0031
Si, -0.0106, -0.0156, 0.0013
Si, -0.035, 0.0254, 0.0155
Si, 0.0172, 0.0075, 0.0063
Si, -0.0067, -0.0042, -0.0114
Si, -0.0066, -0.0104, 0.005
Si, 0.0239, -0.0692, 0.0064
Si, 0.0063, 0.0341, 0.0131
Si, -0.037, 0.0476, -0.0313
Si, 0.0698, -0.0456, 0.0238
Si, 0.0393, 0.0531, 0.0272
Si, 0.0014, -0.0612, 0.035
Si, -0.1299, 0.0931, 0.009
Si, 0.0576, -0.0337, -0.0034
Si, 0.005, -0.0165, 0.0476
Si, -0.0014, 0.0517, 0.0031
Si, -0.005, 0.0541, -0.0037
Si, -0.0488, -0.0205, -0.0011
Si, 0.0512, -0.0483, 0.0162
Si, -0.001, 0.0162, 0.0078
Si, -0.031, 0.0145, 0.0193
Si, 0.047, 0.0245, 0.0009
Si, 0.0359, 0.0001, 0.0038
Si, -0.0267, 0.0218, 0.0297
Si, 0.0063, -0.0102, -0.0068
Si, -0.0209, 0.0525, 0.0072
Si, 0.0233, -0.0117, -0.0024
Si, 0.0524, -0.0019, 0.0153
Si, 0.0503, 0.0318, 0.0286
Si, -0.0671, 0.0605, 0.0164
Si, 0.0121, -0.03, 0.0009
Si, -0.0065, 0.0422, 0.0544
Si, 0.0074, -0.0777, -0.0058
Si, 0.0589, -0.0733, 0.0244
Si, 0.0059, 0.0419, 0.0213
Si, -0.0285, -0.0768, 0.0261
Si, -0.0669, 0.008, 0.0118
Si, -0.0152, 0.0111, -0.0086
Si, -0.0284, -0.0095, -0.0075
Si, -0.0538, 0.0827, 0.0137
Si, 0.0145, 0.0113, -0.013
Si, 0.0371, -0.0115, 0.0325
Si, 0.0472, 0.0421, 0.0239
Si, 0.0185, -0.0368, -0.0461
Si, -0.0495, -0.0393, 0.0894
Si, 0.0527, 0.0077, -0.0198
Si, -0.0963, -0.0439, -0.0101
Si, -0.0236, 0.0303, 0.1322
Si, 0.0169, -0.0657, 0.0656
Si, -0.0695, 0.0419, 0.0275
Si, 0.0901, -0.036, -0.0193
Si, -0.0093, 0, -0.0762
Si, 0.0518, -0.0174, 0.0219
Si, 0.0963, 0.037, 0.0453
Si, -0.0342, -0.0931, -0.0089
Si, 0.0235, 0.0139, 0.0629
Si, -0.0165, -0.045, 0.0928
Si, 0.0279, 0.0036, -0.0763
Si, -0.063, 0.0285, -0.0438
Si, -0.0233, -0.0036, 0.0541
Si, 0.038, 0.0106, -0.0461
Si, -0.0476, -0.0087, 0.0582
Si, -0.0242, -0.0067, 0.0127
Si, -0.0233, -0.0023, -0.0078
Si, -0.0361, -0.0004, 0.0304
Si, 0.0041, 0.0537, 0.0214
Si, -0.0093, -0.0276, -0.0268
Si, 0.0517, 0.0122, 0.0111
Si, -0.0746, 0.0263, 0.0409
Si, 0.0628, 0.0967, -0.0326
Si, -0.0204, -0.009, 0.0289
Si, 0.0108, 0.0429, -0.0041
Si, 0.0293, -0.0199, -0.0229
Si, -0.0221, 0.0312, 0.0955
Si, -0.0118, -0.0485, 0.1142
Si, -0.0046, -0.033, -0.0383
Si, -0.0043, -0.0027, 0.0004
Si, -0.0866, 0.0092, -0.0375
Si, -0.0375, -0.0626, 0.0192
Si, 0.0574, -0.0841, 0.2265
Si, 0.0956, 0.1061, 0.1428
Si, -0.0483, 0.1008, 0.1942
Si, -0.2002, 0.0299, 0.0591
Si, 0.1118, 0.0407, 0.0901
Si, 0.0391, 0.0528, 0.0448
Si, 0.0274, 0.0004, 0.045
Si, -0.0376, -0.0304, 0.2147
Si, 0.0786, 0.0325, 0.0348
Si, -0.0346, -0.0126, 0.0981
Si, -0.0052, -0.0664, 0.003
Si, -0.0004, 0.0707, 0.0264
Si, -0.0733, 0.0795, 0.0413
Si, 0.0408, 0.0066, -0.0028
Si, 0.034, -0.0225, 0.0973
Si, -0.0595, 0.0327, 0.1077
Si, 0.0022, -0.0318, 0.095
Si, 0.0234, -0.0069, 0.0922
Si, -0.1276, 0.002, 0.0009
Si, 0.0941, 0.0485, 0.0465
Si, 0.1118, 0.0708, 0.1081
Si, 0.0269, -0.0413, 0.2381
Si, -0.0875, -0.05, 0.1736
Si, -0.0142, 0.0132, 0.0606
Si, 0.0119, -0.1053, -0.0002
Si, 0.0039, 0.0343, 0.1233
Si, -0.0222, -0.0701, 0.1458
Si, -0.042, -0.0802, 0.0513
Si, 0.0143, -0.0243, 0.1069
Si, -0.0908, -0.0655, 0.1301
Si, -0.0475, -0.0069, 0.1178
Si, 0.0022, -0.0194, 0.0615
Si, 0.0382, -0.0076, 0.0115
Si, -0.0251, 0.1014, -0.0228
Si, -0.0387, 0.0838, -0.1342
Si, -0.0285, 0.0359, 0.0451
Si, -0.0935, 0.0487, -0.0081
Si, -0.0505, -0.3155, -0.1644
Si, -0.0832, 0.0779, -0.4269
Si, 0.0407, 0.0801, -0.075
Si, -0.0944, -0.1053, -0.1833
Si, -0.042, 0.1764, -0.1034
Si, 0.0319, 0.0123, -0.0491
Si, -0.0656, 0.0425, 0.0121
Si, 0.1218, -0.1682, -0.1659
Si, 0.1978, 0.0687, -0.1433
Si, -0.0159, -0.0141, -0.1117
Si, 0.0952, -0.038, -0.1902
Si, -0.0513, -0.03, 0.0237
Si, -0.0509, 0.0879, -0.0739
Si, 0.1523, -0.0718, -0.1086
Si, 0.0327, -0.0165, -0.2289
Si, -0.1023, -0.0248, -0.1175
Si, -0.0706, 0.1124, -0.24
Si, 0.0559, 0.0667, 0.0749
Si, -0.0625, -0.004, -0.0781
Si, -0.0084, 0.1189, -0.1675
Si, 0.0235, -0.129, -0.3007
Si, -0.118, -0.0336, 0.0345
Si, 0.0146, 0.1776, 0.0575
Si, -0.0698, -0.1365, -0.0502
Si, 0.1475, 0.0315, 0.0275
Si, 0.1581, -0.054, -0.1545
Si, -0.0142, -0.0445, 0.0569
Si, 0.0645, -0.0185, -0.3094
Si, -0.0375, -0.0019, 0.0538
Si, 0.0693, -0.0494, -0.1417
Si, 0.0718, -0.1079, -0.023
Si, -0.0751, 0.0445, -0.0032
Si, -0.0303, 0.0045, -0.2424
Si, -0.0228, -0.2271, 0.1503
Si, 0.1923, 0.0059, 0.1788
Si, 0.0607, 0.2433, 0.0649
Si, 0.1771, 0.0318, -0.0964
Si, 0.2109, 0.1283, 0.1406
Si, -0.09, 0.0425, 0.2839
Si, -0.1921, -0.1596, 0.209
Si, -0.1443, -0.0574, 0.1631
Si, -0.2095, -0.0104, 0.1467
Si, 0.1437, -0.0398, 0.0177
Si, -0.1575, 0.0051, 0.2698
Si, 0.0113, 0.069, 0.0687
Si, -0.0751, -0.0403, 0.2623
Si, -0.0156, -0.0842, 0.2665
Si, 0.0451, 0.0228, 0.0842
Si, -0.0776, -0.0429, 0.0323
Si, 0.0196, 0.0323, 0.3685
Si, -0.0497, 0.0246, 0.1521
Si, 0.0905, 0.0385, 0.0995
Si, -0.0302, -0.0274, 0.3191
Si, 0.1027, -0.1168, 0.0261
Si, -0.0788, -0.0896, 0.1591
Si, -0.0221, -0.0216, 0.2143
Si, 0.094, 0.0626, 0.1594
Si, -0.1556, -0.188, -0.0355
Si, 0.0594, -0.0357, 0.2021
Si, 0.0152, 0.2244, 0.2439
Si, 0.2411, 0.0536, -0.1429
Si, -0.0537, 0.1524, 0.2626
Si, -0.1053, -0.1314, 0.0172
Si, 0.0691, 0.0574, 0.2973
Si, -0.0156, 0.0768, 0.4331
Si, -0.0785, -0.0035, 0.2548
Si, -0.1205, -0.0522, 0.1991
Si, -0.0726, 0.0947, 0.3669
Si, 0.0559, 0.1419, 0.3178
Si, -0.0525, -0.1584, 0.0105
Si, 0.0462, 0.1346, -0.2143
Si, 0.1841, -0.2235, 0.0099
Si, 0.1186, -0.0566, -0.3741
Si, 0.1716, 0.1846, 0.2315
Si, 0.3396, 0.1922, 0.1623
Si, -0.1838, 0.4915, 0.2506
Si, 0.4654, -0.3935, -0.024
Si, -0.0907, 0.0966, -0.3361
Si, -0.1621, -0.2901, -0.2562
Si, -0.0202, -0.1288, 0.4394
Si, -0.0399, 0.1842, 0.0931
Si, 0.0289, -0.0722, 0.2949
Si, -0.0299, -0.0565, 0.2548
Si, -0.0843, 0.2868, 0.0504
Si, -0.5406, 0.3095, 0.0646
Si, 0.0636, -0.0238, 0.072
Si, -0.3626, 0.0419, -0.0676
Si, -0.0102, -0.0135, 0.2813
Si, 0.0036, 0.0186, 0.2941
Si, -0.0347, 0.3337, 0.1572
Si, -0.0635, -0.0903, -0.1537
Si, 0.1568, -0.1964, 0.0587
Si, 0.0715, -0.108, -0.1264
Si, 0.4579, -0.1856, 0.1659
Si, 0.012, -0.1041, 0.2264
Si, -0.0348, 0.2887, -0.2011
Si, -0.4369, -0.3019, 0.2072
Si, -0.2767, -0.1602, 0.1573
Si, 0.0429, -0.0919, 0.2572
Si, -0.0043, 0.1977, -0.085
Si, 0.1235, 0.0005, -0.2993
Si, -0.0992, 0.0921, 0.0493
Si, 0.0126, -0.0425, -0.0676
Si, -0.0791, -0.1282, 0.0557
Si, -0.0135, 0.044, 0.1672
Si, 0.031, -0.0881, 0.2472
Si, 0.1846, 0.1616, -0.3863
Si, 0.0884, 0.0586, 0.2572
Si, 0.0229, -0.0435, -0.2846
Si, 0.092, 0.0499, 0.4122
Si, -0.0263, -0.0933, 0.1297
Si, 0.0265, 0.1036, 0.2042
Si, 0.0179, -0.1717, 0.2562
Si, -0.0367, 0.0072, 0.0999
Si, -0.1801, -0.1028, 0.2427
Si, -0.1296, 0.204, 0.2907
Si, -0.146, -0.0268, -0.0312
Si, -0.0637, 0.0037, 0.1866
Si, -0.0158, -0.0098, 0.3117
Si, 0.1944, 0.0147, 0.2158
Si, -0.1863, 0.0794, 0.3365
Si, -0.0159, -0.0078, 0.432
Si, -0.0691, -0.1213, 0.0872
Si, 0.1842, -0.0775, 0.2197
Si, 0.0396, -0.0644, 0.2113
Si, 0.1054, -0.0957, -0.0189
Si, -0.1822, -0.0384, 0.0942
Si, -0.1018, 0.0469, 0.1564
Si, -0.0301, 0.0312, -0.0979
Si, -0.1004, -0.1459, 0.3339
Si, -0.1214, -0.0775, 0.3335
Si, 0.1085, 0.1997, 0.2123
Si, 0.1425, 0.072, 0.0592
Si, 0.0611, 0.3095, 0.1515
Si, 0.0757, 0.1027, 0.0394
Si, -0.1257, -0.0188, 0.3221
Si, -0.016, -0.1476, 0.1725
Si, 0.0555, -0.0094, 0.3449
Si, -0.1125, 0.106, 0.1213
Si, -0.0314, 0.174, 0.1762
Si, 0.4163, 0.1881, 0.2865
Si, 0.0085, 0.1597, -0.1624
Si, 0.0469, 0.1126, 0.0052
Si, -0.1738, 0.0035, -0.4302
Si, -0.028, -0.0163, -0.061
Si, -0.0375, -0.0093, -0.0229
Si, -0.0842, -0.0193, -0.1052
Si, -0.0038, 0.0513, -0.0267
Si, 0.0103, -0.0085, 0.0131
Si, -0.0511, 0.0588, -0.2143
Si, 0.1451, 0.0337, -0.3335
Si, 0.029, 0.0658, 0.0946
Si, 0.1236, -0.1042, 0.3517
Si, 0.181, -0.0622, 0.1912
Si, -0.261, 0.0279, 0.3566
Si, 0.073, -0.1542, 0.3006
Si, -0.0701, 0.0217, -0.1216
Si, -0.0723, -0.2612, -0.0343
Si, -0.1555, -0.1533, 0.18
Si, 0.1809, -0.0545, -0.1534
Si, 0.0268, 0.0142, 0.1489
Si, 0.1562, -0.0457, -0.3225
Si, 0.0009, 0.065, 0.233
Si, -0.1467, 0.0989, 0.0868
Si, 0.0366, 0.0857, -0.2695
Si, -0.0312, -0.0845, 0.2718
Si, -0.0729, -0.1031, 0.2215
Si, 0.1263, 0.0798, 0.2386
Si, -0.0466, 0.0333, 0.543
Si, -0.0419, -0.0385, -0.273
Si, -0.0473, -0.1307, 0.2626
Si, -0.0307, -0.288, -0.1131
Si, -0.0884, 0.1294, 0.3508
Si, 0.0868, 0.1042, 0.143
Si, 0.1584, 0.0096, 0.4408
Si, 0.1219, -0.1203, -0.0402
Si, -0.0147, -0.0453, -0.1386
Si, -0.1488, -0.2008, -0.3524
Si, -0.0348, 0.1403, -0.405
Si, 0.0107, -0.0237, -0.5039
Si, -0.1008, -0.0363, -0.3135
Si, 0.0966, 0.0477, -0.0115
Si, -0.0559, -0.0228, -0.0717
Si, 0.1041, 0.0378, 0.1012
Si, -0.019, 0.144, -0.0706
Si, -0.1473, 0.333, -0.6191
Si, 0.11, -0.1322, -0.0351
Si, 0.033, 0.0583, -0.2285
Si, 0.0488, -0.1289, 0.1329
Si, 0.1119, -0.2808, -0.2594
Si, -0.0692, -0.1966, -0.3223
Si, 0.0881, -0.0046, 0.053
Si, 0.1683, 0.0757, -0.1656
Si, 0.0105, 0.156, 0.1125
Si, 0.002, -0.125, 0.4399
Si, -0.0758, 0.086, 0.2552
Si, -0.009, 0.0684, 0.152
Si, 0.126, -0.0173, -0.3052
Si, -0.1091, 0.0885, -0.0882
Si, -0.0614, 0.0842, 0.3233
Si, -0.0189, 0.013, 0.3374
Si, 0.1712, 0.0446, -0.3422
Si, 0.0261, 0.0838, -0.2624
Si, 0.0348, 0.1186, -0.2194
Si, 0.0491, -0.0523, -0.0379
Si, -0.0514, 0.1164, -0.3896
Si, -0.0431, 0.0684, -0.2241
Si, -0.069, -0.0096, -0.2337
Si, -0.1227, -0.0216, -0.5414
Si, -0.2163, -0.1097, -0.0391
Si, -0.0398, -0.033, -0.134
Si, -0.0028, 0.2151, -0.2648
Si, -0.1248, 0.0494, -0.2715
Si, -0.0676, -0.0689, 0.2114
Si, 0.0756, 0.0665, -0.2851
Si, -0.0194, -0.1257, -0.3373
Si, -0.0483, -0.1449, -0.2558
Si, 0.2881, -0.1699, -0.3853
Si, -0.1833, -0.0981, 0.2631
Si, -0.4186, 0.1211, -0.1515
Si, 0.1633, 0.0135, -0.0387
Si, 0.1071, 0.0222, -0.2191
Si, 0.0733, -0.0624, -0.2215
Si, 0.1035, -0.1017, -0.289
Si, -0.0156, 0.2382, -0.2588
Si, -0.2037, -0.04, -0.4673
Si, 0.2557, -0.0696, -0.2916
Si, -0.0844, -0.1301, -0.1089
Si, -0.0559, 0.0251, -0.3098
Si, 0.0848, 0.093, -0.4203
Si, 0.1307, -0.147, -0.2999
Si, 0.0389, 0.0757, -0.3569
Si, 0.0232, 0.0577, -0.0937
Si, -0.0434, 0.1094, -0.342
Si, 0.0972, 0.1301, 0.0055
O, 0.4527, -0.1998, 0.4384
O, 0.0242, -0.1764, -0.0232
O, -0.0206, -0.0499, 0.4172
O, 0.0236, 0.0859, 0.2521
O, -0.4666, -0.0262, 0.5124
O, 0.5101, -0.2825, 0.0478
O, 0.1779, -0.218, 0.3004
O, -0.0805, -0.0584, 0.5724
O, -0.0871, 0.0609, 0.098
O, 0.0423, -0.2341, 0.0319
O, -0.1919, 0.0669, 0.2369
O, 0.0614, -0.1818, 0.0238
O, 0.0983, 0.3461, 0.349
O, 0.2462, -0.1948, 0.46
O, 0.0966, -0.0872, 0.2229
O, 0.0457, 0.128, 0.0245
O, -0.2469, -0.2521, 0.1192
O, -0.1351, -0.3283, 0.4384
O, 0.063, -0.2233, 0.2112
O, 0.1614, -0.0295, 0.2908
O, -0.2079, -0.0435, 0.0404
O, -0.0554, -0.307, -0.036
O, -0.1587, -0.2548, -0.1758
O, -0.1909, 0.1176, 0.0351
O, 0.1241, 0.0451, 0.3682
O, -0.141, -0.3529, 0.3115
O, 0.2502, -0.3192, 0.1645
O, 0.1502, -0.0423, -0.2278
O, -0.3323, -0.0714, 0.2804
O, -0.0615, 0.2751, 0.3082
O, -0.0946, 0.0124, 0.4346
O, 0.1015, -0.0976, 0.4558
O, -0.1278, 0.146, 0.2211
O, -0.2559, -0.1385, 0.1572
O, 0.138, 0.0319, 0.1423
O, 0.0727, 0.1838, 0.1652
O, 0.1194, -0.1903, 0.2351
O, 0.0733, 0.1206, 0.2043
O, -0.1809, -0.1283, 0.1571
O, 0.1971, 0.0091, 0.1018
O, 0.1656, -0.0361, -0.085
O, 0.2954, 0.2487, 0.0791
O, 0.0504, 0.1156, 0.3223
O, -0.2871, 0.1255, 0.3506
O, 0.0472, 0.0421, 0.4248
O, -0.2184, 0.1581, 0.1314
O, 0.1981, 0.4552, 0.106
O, 0.1038, -0.1996, -0.0582
O, -0.3201, -0.0119, 0.3959
O, 0.1801, 0.3398, 0.2236
O, 0.0753, 0.086, -0.0341
O, 0.3444, -0.0088, 0.2043
O, 0.1099, -0.2321, 0.5332
O, 0.0923, 0.0998, 0.2305
O, 0.0755, -0.1238, 0.2426
O, -0.1041, 0.2014, 0.0443
O, -0.0189, 0.0196, 0.4224
O, -0.304, 0.3935, 0.0283
O, 0.133, 0.0321, 0.2375
O, -0.0278, -0.1664, 0.1875
O, -0.1676, -0.0094, 0.139
O, 0.0318, -0.1287, 0.005
O, -0.233, 0.2269, 0.2484
O, 0.0904, 0.302, 0.3476
O, -0.0042, 0.3241, 0.0474
O, -0.0922, 0.045, 0.4943
O, 0.1749, -0.4051, 0.412
O, -0.0992, -0.2496, 0.1239
O, -0.0734, 0.0364, -0.0228
O, -0.2117, 0.3125, 0.5329
O, -0.0562, 0.143, -0.1255
O, -0.2429, 0.3729, 0.0293
O, -0.3844, 0.1128, -0.0335
O, 0.0265, -0.1511, -0.4172
O, 0.1069, -0.0622, -0.1288
O, 0.3128, 0.069, -0.1759
O, -0.3294, 0.5023, -0.2013
O, 0.1542, 0.0945, -0.3468
O, 0.0417, 0.0073, -0.1672
O, -0.2464, 0.0037, -0.1801
O, -0.231, 0.264, -0.1395
O, 0.2292, -0.228, -0.4524
O, 0.0121, -0.173, -0.1098
O, 0.0104, 0.1757, -0.2617
O, 0.0313, 0.3481, 0.1666
O, 0.2208, -0.2504, -0.1415
O, 0.0797, -0.1729, 0.043
O, 0.264, -0.0782, -0.3117
O, 0.0024, 0.0084, -0.1078
O, 0.1738, 0.2164, -0.1629
O, 0.3081, -0.2259, -0.2655
O, -0.1922, 0.3261, -0.1895
O, 0.1527, 0.1256, -0.1298
O, 0.2652, 0.0772, -0.0662
O, -0.4175, 0.4997, -0.4651
O, -0.0426, 0.4606, -0.0904
O, 0.0862, 0.0604, -0.2185
O, -0.1802, -0.2198, -0.1133
O, -0.0845, 0.0322, -0.3006
O, 0.1739, 0.0218, -0.2934
O, -0.3222, -0.2557, -0.0822
O, 0.1441, 0.2403, -0.1901
O, 0.2458, -0.1429, -0.4539
O, 0.0653, -0.0871, -0.2236
O, 0.0833, -0.1649, 0.137
O, -0.0293, -0.063, -0.2023
O, -0.1603, -0.0426, -0.3154
O, -0.0601, 0.233, -0.4531
O, 0.0911, 0.1527, -0.5308
O, 0.0256, 0.1249, -0.5116
O, 0.1459, -0.2347, 0.0973
O, 0.1008, -0.1331, -0.0803
O, -0.1746, 0.1737, 0.2537
O, -0.0081, -0.2878, -0.2621
O, 0.0456, 0.0198, 0.0276
O, 0.1444, 0.0989, -0.1396
O, 0.1068, 0.0281, -0.3332
O, -0.3156, -0.0772, -0.5075
O, 0.1798, 0.0236, -0.2431
O, -0.205, -0.0372, -0.3471
O, 0.2085, 0.1078, -0.3128
O, -0.3136, -0.1369, 0.0296
O, -0.1118, -0.2362, 0.0576
O, 0.0049, 0.0006, -0.2129
O, -0.1705, -0.1435, -0.3101
O, -0.2243, 0.0732, -0.4727
O, 0.1093, 0.1337, -0.0413
O, -0.2998, 0.1989, -0.338
O, 0.0197, 0.1455, -0.3477
O, -0.0049, -0.2596, -0.1845
O, 0.0192, -0.0043, 0.076
O, 0.031, 0.1946, -0.1697
O, -0.1629, 0.079, -0.4195
O, -0.1689, -0.1402, -0.2249
O, 0.3282, -0.149, -0.1143
O, 0.0147, 0.1378, -0.3526
O, -0.3018, -0.1347, -0.4409
O, -0.0293, 0.1262, -0.0101
O, 0.0227, -0.0141, -0.7421
O, 0.1688, -0.1023, -0.2648
O, 0.0518, -0.1623, -0.4179
O, -0.1405, -0.1917, -0.1956
O, -0.0154, 0.0104, -0.1284
O, -0.0875, -0.1885, 0.0523
O, -0.3254, 0.0402, 0.4058
O, 0.0113, -0.2324, -0.1658
O, 0.1595, -0.113, -0.3871
O, -0.0682, -0.0125, -0.1761
O, -0.0196, 0.0716, 0.0686
O, -0.0238, 0.0135, 0.0562
O, 0.0124, -0.2468, -0.2559
O, 0.0039, 0.0748, -0.0825
O, 0.0498, 0.1839, -0.0681
O, -0.0192, 0.0677, -0.2116
O, 0.2873, -0.2107, -0.3593
O, 0.4562, 0.2817, -0.1792
O, 0.1275, -0.1256, -0.1946
O, -0.0939, -0.2624, -0.2585
O, -0.1274, 0.0439, 0.21
O, -0.0764, -0.2291, -0.1138
O, 0.1178, -0.0841, -0.1051
O, 0.2206, -0.0521, -0.1123
O, -0.1243, 0.2754, -0.0329
O, -0.0644, 0.1402, 0.0214
O, 0.1121, 0.0174, 0.2598
O, 0.2396, 0.0466, -0.4529
O, 0.146, 0.0301, -0.033
O, -0.2127, 0.3533, -0.1925
O, -0.1444, 0.0215, -0.0064
O, 0.0208, 0.0814, -0.2728
O, 0.2544, -0.1496, -0.3442
O, 0.1837, -0.2163, 0.0449
O, 0.0014, -0.1627, -0.0543
O, 0.0579, -0.1589, 0.1573
O, -0.0895, 0.2701, -0.3207
O, 0.003, -0.1027, -0.2341
O, 0.2745, -0.013, -0.0929
O, -0.1143, 0.184, -0.3107
O, -0.2518, -0.1096, -0.2789
O, 0.1406, -0.0522, -0.0949
O, -0.1324, -0.0448, -0.1516
O, -0.1968, -0.1959, -0.0825
O, -0.2711, 0.0942, 0.1075
O, -0.2084, 0.0225, -0.099
O, -0.1361, 0.0365, -0.2827
O, 0.0711, -0.1424, 0.0627
O, -0.1384, -0.0407, 0.231
O, -0.098, 0.0961, -0.1786
O, -0.073, 0.1468, -0.0609
O, 0.1327, -0.147, -0.1326
O, -0.033, -0.0037, -0.3137
O, -0.1354, -0.199, -0.1071
O, 0.093, 0.2439, 0.239
O, -0.4235, 0.0112, -0.2748
O, 0.1563, -0.0449, -0.0173
O, 0.146, 0.1344, -0.2551
O, -0.2826, 0.1611, -0.2085
O, -0.0948, 0.0535, -0.0562
O, 0.1234, -0.121, -0.263
O, 0.0787, -0.2943, -0.1238
O, -0.2216, -0.036, 0.1294
O, 0.0424, 0.0767, -0.2704
O, 0.0785, -0.0046, 0.1843
O, 0.103, 0.2078, -0.27
O, -0.012, -0.0012, -0.1613
O, 0.2248, 0.1115, 0.2326
O, 0.0086, -0.1924, -0.0908
O, 0.0817, -0.1594, -0.1841
O, 0.4718, -0.1722, -0.4795
O, 0.0645, -0.0177, 0.3142
O, -0.0787, 0.1246, -0.0919
O, 0.3815, 0.017, -0.218
O, -0.0575, -0.0754, -0.0597
O, -0.0316, -0.1434, -0.246
O, -0.105, -0.1073, 0.0645
O, 0.0345, 0.1443, 0.3181
O, 0.2183, -0.2288, -0.2036
O, -0.1102, -0.0295, 0.1092
O, 0.0764, 0.2777, -0.0911
O, -0.0804, -0.2121, 0.4038
O, 0.123, -0.009, 0.4395
O, 0.0944, 0.2752, 0.2659
O, 0.0864, 0.1198, -0.3539
O, 0.219, -0.0344, -0.1782
O, 0.2121, -0.0286, -0.1345
O, -0.2003, 0.0786, 0.3873
O, 0.0505, 0.1896, 0.3368
O, -0.1847, 0.0161, 0.2369
O, 0.1117, 0.1796, 0.1184
O, 0.1363, 0.0023, 0.128
O, 0.0521, 0.0167, 0.2221
O, -0.0569, -0.1344, -0.1748
O, -0.153, 0.0955, 0.0618
O, -0.1554, 0.0608, -0.0295
O, -0.1757, -0.0158, -0.0859
O, -0.0561, -0.2476, 0.0539
O, -0.0206, 0.099, 0.1802
O, -0.1805, 0.2555, 0.1605
O, -0.0096, 0.1658, -0.3747
O, -0.2702, -0.1175, -0.1155
O, 0.0258, -0.0727, -0.1578
O, 0.111, 0.2211, 0.0329
O, 0.0469, -0.0998, 0.6166
O, 0.1426, -0.1221, -0.0212
O, 0.022, 0.1072, -0.2262
O, -0.2361, 0.0042, 0.0932
O, 0.0621, -0.0237, -0.0152
O, -0.0928, 0.1599, -0.0748
O, -0.1476, 0.0854, -0.1868
O, -0.0852, 0.0883, 0.2207
O, -0.0259, 0.2473, -0.0038
O, 0.0438, -0.0727, 0.0961
O, 0.0729, 0.4126, -0.0972
O, 0.0733, -0.1015, 0.0846
O, -0.0259, 0.0228, 0.2156
O, -0.074, -0.0382, 0.1437
O, 0.0477, 0.002, 0.1274
O, -0.1423, 0.1118, 0.0951
O, -0.1115, 0.0484, 0.1142
O, 0.0874, 0.2047, -0.0282
O, 0.0453, -0.2674, -0.1417
O, 0.0087, 0.1685, 0.0889
O, -0.1246, -0.156, 0.1266
O, -0.1136, -0.2661, -0.0901
O, 0.0293, -0.1462, -0.149
O, 0.2361, -0.0045, 0.011
O, 0.0513, -0.1542, -0.1288
O, -0.0357, 0.021, -0.3515
O, -0.1428, -0.052, 0.2528
O, 0.0496, 0.3111, 0.1509
O, 0.2319, -0.1797, 0.0195
O, 0.0993, 0.1765, -0.0667
O, 0.0357, -0.1538, -0.0701
O, 0.3048, -0.0434, 0.1834
O, 0.0301, -0.1761, 0.5776
O, -0.0709, -0.0321, 0.072
O, -0.0887, -0.1944, 0.26
O, -0.0404, -0.1501, 0.2086
O, 0.0431, -0.0451, 0.099
O, -0.1942, -0.0236, -0.3091
O, -0.0049, 0.0272, 0.147
O, -0.0903, -0.3196, 0.3947
O, -0.0014, 0.2492, 0.0972
O, 0.0513, -0.0288, 0.2741
O, -0.2252, 0.1703, -0.0013
O, -0.0721, -0.0354, 0.0369
O, -0.195, -0.4454, 0.3648
O, 0.0695, 0.0271, -0.0804
O, -0.031, 0.03, 0.0032
O, -0.0246, 0.3128, -0.1242
O, -0.1085, -0.0473, 0.0766
O, 0.2255, -0.055, 0.33
O, -0.2105, -0.0372, 0.0024
O, 0.2835, 0.05, -0.0415
O, -0.059, -0.0035, 0.0248
O, -0.1617, 0.1402, -0.0284
O, -0.124, 0.0463, 0.1954
O, -0.0787, 0.1193, 0.3219
O, 0.0719, 0.163, 0.2488
O, 0.0659, 0.107, -0.0361
O, -0.2161, -0.1156, -0.1447
O, 0.0272, 0.1354, -0.0553
O, -0.4298, -0.0627, 0.4642
O, -0.207, 0.0164, -0.0864
O, 0.233, -0.0024, 0.2232
O, -0.0439, -0.1142, 0.2245
O, 0.0374, -0.3712, 0.1637
O, -0.0836, -0.1584, -0.1936
O, -0.0748, -0.0545, -0.076
O, -0.162, 0.1063, 0.4738
O, -0.0642, -0.1688, 0.2421
O, 0.1373, 0.4087, 0.403
O, 0.0291, -0.113, -0.0405
O, -0.1587, -0.1776, -0.0802
O, -0.0905, -0.1291, 0.3011
O, -0.2272, -0.1672, 0.079
O, 0.101, -0.1952, -0.1476
O, 0.0378, -0.287, -0.0942
O, 0.1984, 0.1849, 0.0133
O, -0.0093, 0.0094, 0.2668
O, 0.0098, -0.0748, 0.2759
O, -0.2005, 0.0795, -0.0055
O, 0.0748, -0.0049, 0.3991
O, -0.1598, 0.0191, 0.4547
O, -0.1073, 0.2518, -0.1137
O, -0.0815, -0.0753, 0.3275
O, 0.0707, -0.1333, 0.1287
O, -0.0532, 0.1244, 0.0288
O, -0.1776, -0.1038, 0.4422
O, 0.0405, -0.0005, 0.0551
O, -0.0157, 0.0187, -0.0144
O, 0.2737, -0.2346, 0.1341
Si, -0.0348, 0.0257, -0.0483
Si, -0.0443, 0.0478, -0.1128
Si, -0.011, 0.0664, 0.0388
Si, 0.0624, -0.0036, 0.0442
Si, 0.0532, 0.005, -0.0451
Si, 0.0602, 0.0344, -0.003
Si, -0.0174, 0.0003, -0.0029
Si, 0.0153, -0.0908, -0.0053
Si, -0.0768, -0.0186, -0.05
Si, -0.0224, 0.0679, 0.0396
Si, 0.0322, -0.0435, 0.0046
Si, 0.1389, 0.0137, 0.0274
Si, 0.0414, -0.0203, -0.1321
Si, -0.0309, -0.0851, 0.0351
Si, -0.0913, 0.0474, 0.0386
Si, -0.0291, 0.0752, -0.0676
Si, 0.0635, -0.0172, -0.0249
Si, 0.0169, -0.0366, -0.0178
Si, 0.0243, 0.0724, -0.0032
Si, -0.0164, 0.0391, 0.024
Si, -0.0413, -0.0354, 0.032
Si, 0.0077, -0.0508, -0.0412
Si, 0.004, -0.006, 0.0197
Si, -0.0015, -0.0381, -0.0218
Si, 0.0133, 0.043, -0.0851
Si, 0.0403, -0.0057, -0.0741
Si, -0.0723, -0.0924, -0.011
Si, -0.0014, -0.0258, 0.0191
Si, -0.0139, 0.0453, -0.0055
Si, 0.0062, 0.0406, -0.0683
Si, -0.0002, -0.0088, -0.0421
Si, -0.0861, 0.0212, -0.0943
Si, 0.0256, 0.054, -0.0991
Si, 0.0304, -0.0417, -0.0187
Si, 0.0239, 0.0225, -0.0384
Si, 0.0237, 0.001, -0.0268
Si, 0.0432, -0.0515, -0.004
Si, 0.0354, 0.0653, 0.0043
Si, 0.0163, -0.0247, 0.0177
Si, -0.0001, -0.0163, 0.0063
Si, -0.0239, -0.0058, 0.0096
Si, -0.0238, 0.0008, -0.0159
Si, 0.0281, 0.0172, -0.0057
Si, 0.0225, 0.0263, -0.0184
Si, 0.0585, -0.0189, -0.0009
Si, 0.0084, -0.0337, 0.025
Si, -0.0198, -0.0203, -0.0413
Si, -0.0683, -0.0262, -0.0064
Si, -0.0074, 0.0772, -0.0136
Si, 0.0624, 0.0399, -0.0441
Si, 0.0835, -0.0763, -0.0112
Si, 0.0111, -0.0704, -0.0213
Si, -0.033, 0.0055, 0.0027
Si, -0.0121, -0.0212, -0.0258
Si, -0.0342, -0.0028, -0.0295
Si, -0.048, -0.0291, -0.01
Si, -0.0113, -0.0019, -0.0197
Si, -0.0033, -0.0245, 0.003
Si, -0.0707, 0.0312, 0.0319
Si, 0.0028, -0.0339, 0.0308
Si, -0.0078, -0.0059, 0.0099
Si, -0.0366, 0.0602, 0.0179
Si, -0.0133, 0.0534, -0.0044
Si, -0.0107, -0.0178, -0.0015
Si, -0.0303, -0.0312, -0.0429
Si, 0.0321, -0.0157, 0.0071
Si, -0.006, -0.0029, 0.0061
Si, 0.0309, 0.0326, 0.0085
Si, 0.033, -0.0231, -0.0085
Si, -0.0473, 0.0533, -0.0314
Si, 0.0258, -0.0487, -0.0261
Si, 0.0098, -0.042, -0.0048
Si, 0.0103, 0.0373, -0.0099
Si, 0.0159, 0.0243, 0.0126
Si, -0.0116, -0.0013, 0.0004
Si, -0.0054, 0.0319, 0.0165
Si, 0.0492, 0.0302, 0.0026
Si, -0.0025, -0.0152, 0.0071
Si, -0.0152, -0.0188, -0.0037
Si, 0.0362, 0.0205, -0.0047
Si, 0.0099, -0.0142, -0.0074
Si, 0.0051, 0.0077, 0.0194
Si, -0.0128, -0.0162, 0.0203
Si, 0.0405, 0.0094, 0.0095
Si, -0.0106, -0.017, 0.009
Si, -0.0122, -0.0217, -0.0024
Si, -0.0384, 0.0329, -0.0018
Si, -0.0185, 0.0385, 0.0106
Si, 0.0006, -0.0254, 0.0123
Si, -0.0082, 0.0221, 0.0008
Si, -0.0144, -0.0248, 0.0097
Si, 0.0215, 0.0334, 0.0082
Si, 0.0008, 0.019, 0.0132
Si, -0.0129, 0.0125, -0.0014
Si, 0.0292, -0.029, -0.0056
Si, -0.0007, -0.0063, -0.0091
Si, -0.0126, 0.0109, -0.0187
Si, 0.012, 0.008, -0.0044
Si, -0.0207, -0.0067, 0.0186
Si, 0.0078, -0.0012, -0.0089
Si, -0.0233, 0.0057, -0.0003
Si, 0.0284, 0.0041, -0.0008
Si, 0.0423, 0.036, -0.0098
Si, -0.0388, -0.0346, -0.0113
Si, -0.0191, 0.0224, 0.0073
Si, -0.0175, -0.0059, -0.0061
Si, -0.0039, 0.008, -0.003
Si, 0.0001, -0.0098, 0.0276
Si, -0.0148, 0.0312, -0.0016
Si, -0.0085, 0.0063, 0.0063
Si, 0.0255, -0.0102, 0.0105
Si, 0.0337, -0.0363, 0.0093
Si, -0.0124, -0.0179, -0.0042
Si, 0.0008, 0.0057, 0.0084
Si, 0.0268, -0.0093, 0.0005
Si, -0.0002, -0.0033, 0.002
Si, 0.0034, -0.0008, 0
Si, -0.0129, 0.0008, 0.012
Si, 0.0095, -0.0221, -0.0052
Si, -0.0317, 0.0059, 0.0095
Si, -0.0032, 0.0195, -0.0001
Si, -0.002, 0.0107, 0.0038
Si, 0.0209, -0.026, 0.0003
Si, 0.0143, -0.0005, 0.0089
Si, -0.0229, 0.0004, -0.0056
Si, 0.0131, -0.0233, -0.0007
Si, -0.0133, 0.0104, -0.0123
Si, -0.035, -0.0163, -0.0093
Si, -0.0099, -0.0128, 0.0114
Si, -0.0064, -0.0105, -0.0041
Si, -0.0001, -0.0153, -0.0007
Si, 0.0071, -0.0258, 0.0068
Si, 0.0014, 0.0165, 0.0051
Si, 0.0096, -0.0265, 0.0005
Si, -0.0048, -0.0068, 0.0053
Si, -0.0164, 0.0358, 0.0135
Si, -0.0011, 0.0075, -0.007
Si, -0.0075, -0.0071, -0.0021
Si, -0.0053, -0.0059, -0.0029
Si, 0.0165, 0.0039, -0.0059
Si, 0.0005, 0.002, -0.0032
Si, -0.0034, 0.006, -0.0046
Si, 0.0035, -0.0206, -0.0015
Si, 0.0238, -0.0267, -0.0036
Si, -0.0005, 0.0057, -0.003
Si, 0.0177, 0.0006, 0.0029
Si, 0.0028, -0.0012, 0.0032
Si, -0.014, 0.0254, 0.0058
Si, -0.0106, 0.0009, 0.0024
Si, 0.0096, 0.0035, 0.0057
Si, 0.0218, 0.0086, -0.004
Si, 0.0049, -0.0021, 0.0024
Si, 0.0132, 0.0043, -0.0059
Si, 0.0183, 0.0005, 0.004
Si, -0.0082, 0.0062, 0.0089
Si, 0.0053, -0.0106, 0.0069
Si, -0.0044, 0.0089, 0.0019
Si, 0.0056, 0.0043, -0.0058
Si, 0.0026, 0.0193, 0.0095
Si, -0.0109, 0.0064, 0.0086
Si, -0.0209, 0.0106, 0.0028
Si, -0.0044, 0.0059, -0.0035
Si, 0.0057, 0.0024, 0.0046
Si, 0.0056, -0.0089, 0.0039
Si, 0.007, -0.0009, 0.0034
Si, 0.0047, 0.0132, 0.0052
Si, 0.0074, -0.0007, 0.0009
Si, -0.0128, 0.0026, 0.0006
Si, -0.0178, -0.0074, -0.0061
Si, -0.0023, 0.0181, -0.0057
Si, -0.0003, 0.0217, 0.0036
Si, 0.0105, 0.0103, 0.0063
Si, -0.0083, 0.009, 0.0022
Si, 0.0077, 0.0068, -0.0026
Si, 0.0103, 0.0069, -0.0021
Si, -0.0041, -0.0072, -0.0032
Si, 0.0003, 0.0015, 0.0067
Si, 0.0016, 0.0033, 0.0021
Si, -0.0187, -0.0034, 0.0033
Si, -0.0093, 0.0009, -0.0044
Si, -0.0026, 0.0039, -0.0012
Si, -0.01, 0.0085, 0.0002
Si, -0.0002, -0.0036, 0.003
Si, 0.0185, -0.0081, 0.0066
Si, 0.0136, 0.0056, 0.0011
Si, 0.0049, -0.0034, 0.0006
Si, -0.0099, -0.0079, -0.0011
Si, -0.0062, -0.005, 0.0045
Si, 0.0022, -0.0079, 0.001
Si, -0.0064, 0.0052, 0.0035
Si, 0.0077, -0.0141, 0.0023
Si, 0.0052, -0.0118, -0.0049
Si, -0.0061, -0.013, 0.0011
Si, -0.004, -0.0012, 0.0028
Si, -0.0072, 0.0045, 0.0076
Si, 0.0031, -0.0021, 0.0065
Si, 0.0081, -0.0048, -0.0023
Si, -0.0155, 0.0022, -0.0072
Si, -0.0099, -0.0065, -0.0071
Si, -0.0135, -0.0026, -0.0047
Si, -0.0066, -0.0051, -0.0005
Si, -0.0009, -0.0039, 0.0024
Si, 0.0081, -0.009, -0.0006
Si, 0.013, -0.0085, -0.0054
Si, 0.009, -0.0114, -0.0057
Si, -0.0011, 0.0057, 0.001
Si, -0.004, -0.0002, 0.0084
Si, 0.0077, 0.0054, 0.0101
Si, -0.0032, -0.0008, 0.0002
Si, -0.0069, -0.0051, -0.0042
Si, -0.0091, -0.0131, -0.0065
Si, -0.006, -0.01, -0.0051
Si, -0.0035, -0.007, -0.003
Si, 0.0061, -0.0152, -0.0002
Si, 0.0073, -0.0075, -0.0006
Si, 0.0096, -0.0111, 0.0003
Si, -0.0024, -0.0032, -0.0024
Si, 0.0148, -0.008, -0.0032
Si, -0.002, 0.0214, 0.0046
Si, 0.0139, -0.0079, 0.0007
Si, -0.0012, 0.0067, -0.0018
Si, -0.0143, 0.0203, 0.0061
Si, 0.0209, -0.0064, 0.0028
Si, 0.0011, 0.0041, -0.0019
Si, -0.0022, 0.0085, 0.0049
Si, 0.0019, 0.0024, 0.0037
Si, -0.0006, 0.0048, 0.0001
Si, 0.007, 0.0077, 0.0063
Si, 0.0045, 0.0034, -0.0031
Si, -0.0044, 0.0069, -0.0048
Si, -0.001, 0.0095, 0.0018
Si, 0.01, 0.0065, 0.002
Si, -0.0041, 0.004, 0.0003
Si, -0.0053, 0.0215, -0.0014
Si, 0.016, -0.0143, 0.0027
Si, 0.0029, 0.0024, -0.0053
Si, 0.0076, -0.0035, 0.0036
Si, -0.0023, -0.0007, 0.0028
Si, -0.0166, 0.0138, -0.003
Si, 0.0011, -0.0004, 0.0023
Si, -0.0116, 0.0076, -0.0029
Si, -0.0114, -0.003, -0.0095
Si, -0.0012, 0.0121, 0.0041
Si, -0.0036, 0.0134, 0.0048
Si, 0.0117, 0.0027, -0.0044
Si, 0.0006, 0.0133, 0.004
Si, 0.0084, -0.0136, 0.0033
Si, 0.01, 0.0043, -0.0044
Si, -0.011, 0.0053, 0.0061
Si, -0.0001, -0.0054, 0.0004
Si, -0.0207, 0.0086, -0.0051
Si, -0.0052, 0.0153, -0.0015
Si, 0.0049, 0.0054, 0.0026
Si, -0.009, -0.0095, -0.0041
Si, 0.0044, 0.0005, 0.0005
Si, 0.003, 0.0077, 0.0065
Si, 0.006, -0.0088, -0.0077
Si, 0.0128, 0.0108, -0.0002
Si, 0.0001, -0.0071, -0.0042
Si, -0.002, -0.0144, -0.0028
Si, -0.0049, -0.0054, 0.0039
Si, 0.0082, -0.0143, -0.001
Si, -0.0016, -0.0003, -0.0064
Si, 0.0185, 0.0026, -0.0046
Si, -0.0081, -0.0177, 0.0035
Si, 0.0062, -0.0236, -0.0059
Si, -0.0087, 0.0051, 0.0014
Si, -0.0106, 0.0017, 0.0042
Si, 0.0038, 0.004, -0.0073
Si, -0.0153, 0.0075, -0.0069
Si, 0.0092, -0.0108, -0.0011
Si, -0.0232, -0.0249, -0.0041
Si, 0.0001, 0.0056, -0.0017
Si, 0.0043, -0.0129, -0.004
Si, 0.0028, -0.0089, -0.0117
Si, 0.0043, -0.0018, -0.0085
Si, 0.0082, -0.0122, 0.0006
Si, 0.0063, -0.0103, -0.0048
Si, -0.0053, 0.0028, 0.0045
Si, 0.0153, -0.0125, 0.0011
Si, -0.0125, 0.0143, -0.0087
Si, -0.0052, 0.014, 0.0033
Si, -0.0046, -0.002, -0.0055
Si, -0.0118, -0.0157, -0.009
Si, 0.0058, -0.001, 0.0048
Si, -0.0094, -0.0135, 0.0043
Si, 0.009, -0.0029, -0.0071
Si, -0.0126, -0.0121, -0.0001
